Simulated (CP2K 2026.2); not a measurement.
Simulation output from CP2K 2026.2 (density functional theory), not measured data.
Periodic cell of 1980 atoms, Si1440O540, from a study of silicon, its oxide and their interface. The atomic structure is a simulated model.
Doubt: the forces sum to 5.09 eV/angstrom along one axis rather than to zero, so they err by at least 0.0026 eV/angstrom per atom on average; the grid cutoff is modest.

Settings
functional: PBE
method: Gaussian and plane waves
basis set: DZVP-MOLOPT-SR-GTH
pseudopotentials: GTH-PBE
grid cutoff: 300 Ry, relative cutoff 40 Ry
k points: Gamma only
occupations: fixed
spin: none
net charge: 0

Cell vectors (angstrom)
a	65.28	0	0
b	0	16.32	0
c	0.3912	0.4978	33.3144

Atoms and the computed forces on them: element, x, y, z (angstrom), force x, y, z (eV/angstrom)
Si	1.879	-1.927	1.519	-0.043	0.031	-0.013
Si	3.688	1.601	1.849	-0.218	0.213	0.486
Si	2.024	3.427	1.887	0.054	-0.098	0.083
Si	3.865	6.949	1.496	0.164	-0.113	0.778
Si	0.785	-6.202	1.622	0.01	0.031	0.029
Si	3.575	-3.628	1.776	0.04	-0.045	0.001
Si	7.023	-1.643	1.805	0.206	-0.357	0.354
Si	9.046	1.573	1.552	0.161	-0.153	0.725
Si	6.759	3.749	1.528	-0.105	0.313	0.706
Si	8.803	7.413	1.628	0.104	-0.077	0.554
Si	7.107	9.12	1.825	0.037	0.025	0.522
Si	8.764	12.919	1.558	-0.008	0.058	0.054
Si	12.598	-1.825	1.54	0.118	-0.199	0.6
Si	15.224	1.05	1.548	-0.028	-0.015	-0.059
Si	11.853	3.974	1.304	0.006	0.314	0.715
Si	14.399	7.109	1.49	-0.215	0.187	0.445
Si	12.703	8.952	1.497	0.143	-0.174	0.716
Si	14.332	12.741	1.61	-0.279	0.182	0.633
Si	16.919	-0.671	1.462	-0.124	0.114	0.53
Si	19.959	1.826	1.344	0.122	-0.282	0.709
Si	17.77	4	1.594	-0.182	-0.035	0.626
Si	20.07	7.011	1.455	0.258	-0.094	0.704
Si	17.745	9.155	1.316	-0.176	0.245	0.715
Si	20.018	12.384	1.186	0.247	-0.269	0.773
Si	23.141	-1.465	1.245	-0.128	-0.095	0.631
Si	25.141	1.36	0.937	-0.241	-0.393	0.298
Si	23.183	3.796	1.43	0.003	0.186	0.771
Si	26.244	6.364	1.41	0.127	-0.078	0.535
Si	23.308	9.474	1.332	-0.019	-0.105	0.748
Si	26.281	11.727	1.398	0.131	-0.034	0.492
Si	29.041	-1.896	1.516	0.014	-0.051	-0.019
Si	31.553	0.889	1.199	-0.112	0.223	0.762
Si	27.888	4.617	1.295	0.078	0.308	0.387
Si	31.179	7.025	1.174	0.213	-0.282	0.616
Si	27.953	10.039	1.477	0.006	-0.043	-0.007
Si	30.766	12.728	1.428	-0.257	0.033	0.484
Si	33.787	-1.257	1.342	0.011	-0.11	0.666
Si	36.351	1.503	1.382	0.106	-0.085	0.655
Si	34.242	3.809	1.176	-0.234	0.19	0.657
Si	36.167	7.299	1.13	0.371	-0.355	0.074
Si	33.97	9.507	1.366	-0.055	0.065	0.624
Si	36.85	12.07	1.145	-0.385	0.423	0.12
Si	39.631	-1.487	1.062	-0.269	0.122	0.717
Si	-22.986	1.185	1.152	-0.061	0.163	0.618
Si	-25.913	4.782	0.652	0.151	0.359	0.462
Si	-22.841	6.664	1.016	0.056	0.087	0.641
Si	39.061	9.839	1.077	0.111	-0.101	0.667
Si	-23.635	-3.922	0.738	-0.232	-0.389	0.516
Si	-20.633	-0.706	0.222	0.147	-0.002	-0.043
Si	-18.018	0.964	0.429	0.192	-0.125	0.444
Si	-21.025	4.119	0.506	-0.165	-0.454	0.288
Si	-17.605	7.019	1.077	0.481	-0.495	0.168
Si	-19.853	-7.035	1.183	-0.147	0.14	0.632
Si	-17.052	-4.234	1.201	-0.114	0.125	0.695
Si	-14.062	-1.72	1.856	0.236	-0.313	0.349
Si	-11.84	1.622	1.766	0.151	-0.154	0.634
Si	-14.609	3.156	1.206	-0.647	-0.326	0.33
Si	-12.414	7.236	1.645	-0.268	0.2	0.482
Si	-14.065	-7.337	1.622	0.105	-0.07	-0.007
Si	-12.483	-3.589	1.544	-0.012	0.001	-0.045
Si	-9.109	-1.764	1.527	-0.103	0.162	0.722
Si	-6.097	0.754	1.559	0.111	-0.246	0.667
Si	-8.23	4.935	0.785	-0.17	0.054	0.509
Si	-6.799	7.544	1.047	0.493	-0.034	0.422
Si	-9.218	-6.983	1.89	-0.264	0.184	0.579
Si	-6.999	-4.006	1.723	0.085	0.022	0.602
Si	-4.549	-1.135	1.511	0.006	0.064	-0.126
Si	-1.609	2.314	1.231	0.026	0.63	-0.182
Si	-3.558	3.789	1.495	0.251	-0.259	0.459
Si	-1.728	7.396	1.493	-0.281	0.085	0.555
Si	-3.503	-7.126	1.569	0.147	-0.286	0.468
Si	-0.945	-4.479	1.477	0.032	0.043	-0.114
Si	2.596	-0.126	2.931	-0.046	-0.009	-0.004
Si	5.362	2.678	3.063	-0.02	0.044	-0.034
Si	2.776	5.403	2.927	0.014	0.047	-0.06
Si	5.312	8.144	2.937	-0.032	-0.01	-0.054
Si	2.534	-5.343	2.985	0.016	-0.007	-0.017
Si	5.337	-2.721	3.006	0.057	0.008	-0.004
Si	8.107	-0.003	3.022	0.012	0.011	-0.017
Si	10.62	2.737	2.842	0.009	-0.011	-0.078
Si	7.923	5.481	2.719	0.005	-0.025	0
Si	10.774	8.194	2.713	0.029	0.028	0.003
Si	8.049	11.014	2.829	0.029	0.071	0.001
Si	10.721	-2.681	2.765	-0.028	-0.012	-0.017
Si	13.519	-0.022	2.793	-0.007	-0.008	-0.042
Si	16.22	2.733	2.846	0.033	0.016	-0.045
Si	13.273	5.417	2.659	-0.014	-0.01	-0.018
Si	16.15	8.12	2.713	-0.016	-0.012	-0.002
Si	13.466	10.851	2.767	0	-0.01	-0.025
Si	16.113	-2.546	2.732	0.042	-0.027	-0.06
Si	18.825	0.156	2.634	0.007	-0.045	-0.093
Si	21.602	2.736	2.767	0.005	-0.005	-0.019
Si	18.987	5.487	2.877	0.009	0.019	-0.01
Si	21.79	8.142	2.615	-0.009	0.021	-0.033
Si	18.895	10.829	2.552	0.005	-0.004	-0.034
Si	21.614	-2.753	2.493	-0.025	-0.002	-0.03
Si	24.326	-0.05	2.623	0.009	0.041	-0.053
Si	27.227	2.82	2.651	0.221	0.278	0.439
Si	24.472	5.371	2.641	-0.048	0.002	-0.038
Si	27.117	8.172	2.656	0.02	-0.013	-0.003
Si	24.5	10.898	2.71	0.044	0.061	-0.033
Si	27.228	-2.824	2.671	-0.058	-0.011	-0.069
Si	29.974	-0.081	2.65	0.015	0.038	-0.081
Si	32.606	2.645	2.428	-0.021	-0.019	-0.051
Si	29.906	5.401	2.347	-0.01	-0.008	-0.008
Si	32.536	8.218	2.663	0.001	0.014	-0.069
Si	29.757	10.979	2.683	0.016	0.011	-0.09
Si	32.531	-2.695	2.678	-0.002	-0.015	-0.039
Si	35.233	-0.03	2.679	-0.008	-0.021	-0.043
Si	37.93	2.707	2.584	-0.236	-0.288	0.443
Si	35.283	5.52	2.454	-0.004	-0.045	-0.016
Si	37.92	8.274	2.404	0.026	-0.014	-0.018
Si	35.33	10.969	2.569	-0.024	0.005	-0.032
Si	38.066	-2.666	2.401	0.027	0.012	-0.006
Si	-24.487	0.007	2.461	-0.044	-0.031	0.005
Si	-21.699	2.742	2.314	-0.035	-0.006	-0.027
Si	-24.504	5.666	2.337	0.009	-0.026	-0.043
Si	-21.543	-8.186	2.362	-0.062	0.032	0.018
Si	-24.538	-5.395	2.336	0.012	0.022	-0.105
Si	-21.375	-2.594	2.373	-0.074	0.126	0.634
Si	-17.971	0.659	2.706	-0.023	-0.032	0.056
Si	-16.206	2.331	2.83	0.056	0.092	-0.05
Si	-18.812	5.451	2.366	0.274	0.26	0.343
Si	-16.01	-8.248	2.565	-0.116	0.004	0.063
Si	-18.703	-5.411	2.464	0	0.006	-0.059
Si	-15.968	-2.753	2.712	-0.051	0.004	-0.009
Si	-13.077	0.009	3.075	0.099	0.106	0.003
Si	-10.426	2.964	3.107	0.069	0.019	-0.021
Si	-13.465	5.491	2.799	0.402	0.186	0.308
Si	-10.826	-8.154	3.056	-0.007	-0.057	0.015
Si	-13.329	-5.438	2.822	-0.044	0.045	0.019
Si	-10.698	-2.804	2.888	-0.017	0.011	-0.022
Si	-7.968	-0.088	2.777	-0.03	0.046	-0.079
Si	-5.226	2.611	2.766	-0.019	0.038	-0.007
Si	-8.707	4.721	3.012	-0.027	-0.011	0.046
Si	-5.284	8.162	2.742	-0.001	0	-0.025
Si	-8.08	-5.447	3.155	-0.002	0.041	-0.023
Si	-5.436	-2.761	2.935	-0.008	-0.008	-0.06
Si	-2.768	-0.101	2.653	-0.211	-0.271	0.384
Si	0.015	2.773	2.886	0.044	0.043	0.004
Si	-2.617	5.537	2.764	0.012	0.03	-0.002
Si	-0.058	8.301	2.889	-0.04	-0.008	-0.032
Si	-2.547	-5.474	2.904	-0.036	0.012	-0.038
Si	0.095	-2.818	2.811	0.008	-0.005	-0.039
Si	1.195	1.244	4.253	0.035	-0.021	-0.046
Si	4.084	4.122	4.389	0.005	0.028	-0.047
Si	1.335	6.828	4.166	-0.04	-0.037	-0.011
Si	3.965	9.562	4.227	0.03	0.028	-0.011
Si	1.285	-4.049	4.424	-0.029	0.024	-0.035
Si	4.028	-1.327	4.355	0.021	0.021	-0.026
Si	6.723	1.319	4.369	-0.012	-0.01	0.014
Si	9.317	4.158	4.165	-0.004	0.029	-0.002
Si	6.648	6.745	4.265	-0.007	-0.028	-0.047
Si	9.494	9.629	4.135	0.017	-0.002	-0.084
Si	6.68	12.205	4.314	0.026	-0.009	-0.024
Si	9.541	-1.32	4.289	0.017	-0.035	-0.017
Si	12.107	1.372	4.093	0.004	-0.008	0.011
Si	14.751	4.117	4.042	0.008	0.041	-0.003
Si	12.027	6.775	4.136	0.007	-0.021	-0.04
Si	14.901	9.559	4.115	-0.013	0	-0.011
Si	12.037	12.178	4.129	0.011	0.012	-0.063
Si	14.829	-1.319	4.251	-0.03	0.019	0.004
Si	17.61	1.425	4.199	-0.019	0.013	0.029
Si	20.354	4.119	4.182	0.013	-0.006	0.004
Si	17.524	6.81	4.123	-0.001	0.025	0.029
Si	20.361	9.539	3.939	-0.019	0.011	0.012
Si	17.556	12.273	3.923	-0.016	-0.005	0.019
Si	20.265	-1.325	3.874	0.028	0.035	-0.008
Si	22.985	1.304	4.021	0.012	0.025	0.015
Si	25.751	4.006	4.055	0.036	-0.045	-0.028
Si	23.079	6.74	3.994	0.012	0.004	-0.015
Si	25.745	9.448	4.08	0.027	0	-0.009
Si	23.033	12.284	3.93	-0.049	-0.01	0.006
Si	25.827	-1.352	3.892	0.001	0.002	0.006
Si	28.592	1.374	3.911	-0.04	0.001	-0.012
Si	31.22	4.027	3.769	0.02	0.032	-0.015
Si	28.613	6.799	3.873	-0.075	-0.05	-0.051
Si	31.174	9.588	3.961	-0.002	-0.003	0.001
Si	28.496	12.245	4.171	0.025	0.004	0.016
Si	31.294	-1.324	4.111	-0.023	0.007	-0.012
Si	33.936	1.416	3.962	0.001	0.026	0.022
Si	36.694	4.222	3.881	-0.008	-0.003	-0.016
Si	33.926	6.793	3.904	0.028	0.024	0.02
Si	36.691	9.599	3.9	-0.001	-0.006	0.043
Si	33.967	12.285	3.933	0.009	-0.015	0.03
Si	36.739	-1.355	3.86	0.038	-0.013	0.01
Si	-25.832	1.39	3.819	0.015	0.017	0.006
Si	-23.137	4.127	3.655	0.02	-0.017	-0.007
Si	-25.864	6.962	3.737	-0.024	0.019	0.019
Si	-23.008	-6.746	3.622	-0.013	0.008	-0.003
Si	-25.796	-4.003	3.78	0.002	0.045	0.013
Si	-22.936	-1.301	3.715	0.017	-0.024	-0.016
Si	-20.091	1.513	3.676	0.045	0.01	-0.016
Si	-17.476	4.078	3.847	0.013	0.013	0.025
Si	-20.261	6.746	3.791	0.056	-0.033	-0.013
Si	-17.44	-6.835	3.871	0.036	0.001	0.068
Si	-20.133	-4.032	3.774	0.006	0.03	-0.009
Si	-17.348	-1.285	3.921	-0.023	0.001	0.018
Si	-14.671	1.283	4.247	-0.036	-0.016	0.02
Si	-12.119	4.12	4.232	-0.04	0.025	-0.034
Si	-14.856	6.78	4.151	0.036	0.067	0.008
Si	-12.082	-6.706	4.346	-0.015	0.002	-0.051
Si	-14.794	-4.176	4.161	0.049	-0.008	-0.018
Si	-11.903	-1.451	4.382	0.062	-0.012	0.018
Si	-9.296	1.264	4.25	-0.026	-0.063	0.008
Si	-6.749	3.898	4.114	-0.037	0.046	-0.08
Si	-9.477	6.643	4.225	0.041	0.014	-0.06
Si	-6.607	-6.865	4.245	0.034	-0.053	0.01
Si	-9.478	12.202	4.396	-0.027	0.025	-0.009
Si	-6.743	-1.398	4.31	0.019	0.042	0.012
Si	-3.906	1.33	4.208	0.015	-0.069	-0.018
Si	-1.257	4.226	4.217	-0.027	-0.03	-0.008
Si	-4.081	6.729	4.173	0.007	0.006	-0.026
Si	-1.346	-6.801	4.398	0.022	-0.003	0.022
Si	-3.996	-4.122	4.184	-0.011	-0.018	-0.006
Si	-1.344	-1.403	4.059	0.001	0.035	-0.034
Si	-0.105	-0.084	5.617	-0.002	-0.062	0.018
Si	2.63	2.67	5.572	0.01	0.047	-0.043
Si	0.036	5.518	5.633	-0.014	0.008	0.047
Si	2.67	8.164	5.59	-0.007	0.006	0.011
Si	-0.021	-5.444	5.755	0.003	-0.016	-0.009
Si	2.685	-2.698	5.708	-0.011	-0.001	-0.021
Si	5.366	0.001	5.725	0.023	0.007	0.008
Si	8.078	2.762	5.616	0.028	0.005	0
Si	5.41	5.442	5.752	0.032	-0.004	0.037
Si	8.098	8.188	5.473	-0.013	-0.002	0.026
Si	5.335	10.857	5.649	-0.037	0.005	-0.002
Si	8.104	-2.71	5.584	0.004	0.014	-0.056
Si	10.864	0.046	5.602	-0.003	0.044	0.025
Si	13.479	2.73	5.458	0.003	-0.012	-0.003
Si	10.729	5.443	5.551	0.007	-0.017	-0.004
Si	13.492	8.156	5.43	0.004	-0.004	-0.017
Si	10.786	10.885	5.609	-0.005	0.008	0.071
Si	13.457	-2.758	5.487	-0.021	-0.011	0.013
Si	16.245	0.035	5.53	0.023	0.004	0.005
Si	18.984	2.756	5.518	-0.002	-0.001	0.002
Si	16.164	5.43	5.442	-0.021	0.009	0.006
Si	18.976	8.203	5.365	0.036	-0.019	-0.021
Si	16.27	10.932	5.42	0.028	0.012	-0.004
Si	18.95	-2.707	5.294	0.005	-0.016	0.004
Si	21.627	-0.047	5.348	0.004	-0.006	0.018
Si	24.374	2.666	5.382	-0.026	0.007	-0.004
Si	21.75	5.458	5.451	0.002	0.017	0.031
Si	24.385	8.11	5.399	-0.011	-0.033	0.004
Si	21.7	10.9	5.323	-0.004	0.004	-0.017
Si	24.426	-2.685	5.279	0.009	-0.002	0.003
Si	27.184	0.017	5.259	0.013	-0.02	0.003
Si	29.934	2.728	5.263	0.011	0.008	0.024
Si	27.196	5.442	5.264	0.05	0.011	-0.01
Si	29.879	8.166	5.31	0.012	-0.001	0.001
Si	27.125	10.825	5.415	-0.005	-0.011	-0.008
Si	29.902	-2.69	5.42	0.005	0.022	0.018
Si	32.654	0.063	5.383	0.015	0.029	0.014
Si	35.356	2.802	5.231	-0.001	-0.019	-0.003
Si	32.566	5.404	5.201	-0.025	-0.022	-0.013
Si	35.339	8.182	5.22	0.012	-0.01	-0.027
Si	32.611	10.912	5.279	-0.024	-0.003	0.028
Si	35.376	-2.684	5.249	-0.005	0.014	-0.019
Si	-27.169	0.026	5.189	-0.008	0.002	0.017
Si	-24.42	2.771	5.111	0.025	-0.002	0.007
Si	-27.146	5.556	5.164	0.009	-0.003	-0.005
Si	-24.408	-8.045	5.068	0.002	0.009	0.008
Si	-27.152	-5.359	5.184	0.001	0.025	-0.001
Si	-24.344	-2.661	5.098	-0.009	0.031	-0.018
Si	-21.547	0.105	5.04	0.04	-0.034	-0.022
Si	-18.906	2.812	5.237	0.027	-0.005	0.008
Si	-21.726	5.437	5.099	-0.012	-0.01	-0.017
Si	-18.898	-8.189	5.176	-0.001	-0.002	-0.01
Si	-21.63	-5.393	5.052	-0.014	0	-0.025
Si	-18.859	-2.629	5.19	0	0.012	0.003
Si	-16.096	-0.063	5.493	-0.013	-0.026	-0.018
Si	-13.442	2.732	5.565	0.026	0.012	0.013
Si	-16.24	5.403	5.385	-0.041	-0.084	0.02
Si	-13.523	-8.14	5.521	-0.013	0.021	-0.024
Si	-16.22	-5.504	5.417	-0.049	-0.032	-0.009
Si	-13.438	-2.797	5.542	-0.051	-0.016	-0.017
Si	-10.636	-0.034	5.681	0.028	0.054	0.035
Si	-7.975	2.6	5.634	-0.04	0.008	0.022
Si	-10.836	5.442	5.67	-0.02	-0.016	0
Si	-8.034	8.045	5.515	-0.027	-0.012	-0.024
Si	-10.763	10.857	5.763	0.023	0.004	0.04
Si	-8.092	-2.725	5.679	-0.02	0.013	0.015
Si	-5.324	-0.008	5.59	-0.018	0.003	-0.055
Si	-2.615	2.765	5.546	0.019	-0.024	-0.031
Si	-5.446	5.351	5.499	-0.032	-0.016	-0.011
Si	-2.761	8.107	5.612	-0.025	0.007	-0.026
Si	-5.323	-5.469	5.607	-0.016	-0.008	0.019
Si	-2.665	-2.735	5.531	0.024	0.012	0.004
Si	1.353	-1.401	17.86	0.011	0.014	-0.004
Si	4.087	1.362	17.841	0.017	0.004	-0.008
Si	1.375	4.13	17.863	0.006	0.011	-0.009
Si	4.035	6.795	17.871	0.005	-0.018	0.01
Si	1.303	-6.817	17.878	-0.002	-0.013	-0.004
Si	4.077	-4.092	17.857	-0.015	0.025	0
Si	6.835	-1.361	17.836	-0.022	0.017	-0.003
Si	9.521	1.315	17.805	-0.014	-0.009	-0.027
Si	6.831	4.041	17.819	0.008	0	-0.026
Si	9.523	6.744	17.782	0.008	-0.019	0.003
Si	6.803	9.527	17.854	0.015	0.006	-0.007
Si	9.558	-4.106	17.852	-0.004	0.008	0.005
Si	12.276	-1.417	17.805	-0.014	-0.008	-0.002
Si	15.015	1.287	17.734	-0.027	0.009	0.002
Si	12.247	3.986	17.721	-0.006	0.012	-0.012
Si	15.051	6.776	17.659	0.007	-0.003	0.003
Si	12.291	9.472	17.73	0.019	-0.029	-0.012
Si	15.029	-4.101	17.725	0.008	0.009	0.006
Si	17.754	-1.409	17.73	-0.029	0.018	0.007
Si	20.472	1.284	17.65	-0.016	0.012	0.005
Si	17.774	4.035	17.638	-0.021	-0.002	-0.003
Si	20.497	6.759	17.612	0.01	0.019	0.002
Si	17.797	9.49	17.639	0.003	-0.005	-0.008
Si	20.53	-4.083	17.642	-0.001	0.013	-0.006
Si	23.221	-1.38	17.609	0	0.03	-0.002
Si	25.96	1.35	17.564	0.01	-0.011	0.006
Si	23.147	3.974	17.474	-0.029	-0.017	-0.007
Si	25.956	6.707	17.475	-0.002	0.016	-0.001
Si	23.266	9.515	17.588	0.046	-0.029	0.023
Si	25.958	-4.147	17.523	-0.061	0.01	-0.002
Si	28.717	-1.353	17.562	0.028	0.009	0.024
Si	31.409	1.374	17.548	0.001	-0.004	0.01
Si	28.643	4.039	17.472	0.007	-0.035	-0.026
Si	31.323	6.831	17.537	-0.02	0.009	0.015
Si	28.653	9.455	17.423	0.011	0.002	0.013
Si	31.357	-4.103	17.478	-0.018	-0.013	0.039
Si	34.094	-1.293	17.352	-0.009	0.023	-0.018
Si	36.763	1.44	17.471	-0.003	-0.025	0.007
Si	34.08	4.086	17.54	-0.005	0.005	-0.005
Si	36.734	6.858	17.515	0.021	0.001	0.035
Si	34.028	9.566	17.338	-0.043	-0.017	-0.016
Si	36.712	-3.995	17.445	-0.007	0.025	0.045
Si	-25.802	-1.246	17.358	0.032	0.026	0.005
Si	-23.156	1.442	17.469	-0.008	0.005	0.016
Si	-25.831	4.205	17.383	-0.003	0.025	-0.025
Si	-23.155	-9.377	17.48	-0.001	-0.021	-0.02
Si	-25.905	-6.742	17.499	-0.015	-0.004	0.024
Si	-23.2	-3.974	17.375	0.018	-0.025	-0.005
Si	-20.433	-1.314	17.498	0.014	-0.016	0.019
Si	-17.734	1.424	17.562	-0.014	0.019	-0.009
Si	-20.461	4.134	17.455	0.013	0.018	-0.036
Si	-17.77	-9.479	17.505	-0.024	-0.024	-0.023
Si	-20.427	-6.707	17.466	0.025	0.005	0.02
Si	-17.747	-4.068	17.621	0	-0.025	-0.002
Si	-15.016	-1.354	17.611	-0.011	-0.001	-0.005
Si	-12.32	1.45	17.763	-0.005	0.01	0.003
Si	-15.041	4.126	17.72	0.003	0.028	0.019
Si	-12.361	-9.497	17.807	-0.006	0.002	-0.004
Si	-15.087	-6.827	17.675	-0.01	-0.014	0.034
Si	-12.261	-4.023	17.685	0.033	0.037	0.022
Si	-9.586	-1.356	17.751	-0.007	-0.015	-0.006
Si	-6.842	1.395	17.851	0.002	0.026	-0.005
Si	-9.637	4.108	17.85	-0.031	0.023	-0.005
Si	-6.887	6.829	17.873	0	-0.001	-0.008
Si	-9.618	9.491	17.85	-0.012	0.003	0.014
Si	-6.836	-4.084	17.824	0.035	-0.013	-0.006
Si	-4.117	-1.353	17.864	0.016	0	-0.006
Si	-1.402	1.383	17.813	-0.015	0.001	-0.012
Si	-4.158	4.073	17.881	-0.011	-0.01	-0.002
Si	-1.378	6.799	17.883	0.026	-0.004	-0.014
Si	-4.132	9.527	17.857	-0.004	-0.012	-0.009
Si	-1.403	-4.098	17.899	-0.005	0.016	0.01
Si	2.771	-0.063	19.171	0.005	0.015	-0.039
Si	5.411	2.77	19.193	-0.026	0.025	-0.034
Si	2.698	5.468	19.315	0.009	-0.015	0.008
Si	5.415	8.164	19.178	-0.034	0.001	-0.03
Si	2.634	-5.403	19.19	-0.006	0.017	0.004
Si	5.513	-2.761	19.177	0.014	-0.01	-0.038
Si	8.144	0.025	19.223	0.003	0.027	0.026
Si	10.932	2.61	19.152	0.045	-0.008	-0.03
Si	8.246	5.326	19.186	-0.034	-0.026	-0.005
Si	10.886	8.14	19.076	-0.03	-0.013	-0.004
Si	8.164	10.891	19.233	-0.033	0.004	-0.007
Si	10.965	-2.792	19.224	0.037	-0.011	0.046
Si	13.64	-0.049	19.146	0.025	0.015	-0.025
Si	16.454	2.645	19	0.031	-0.002	-0.025
Si	13.601	5.439	18.94	-0.007	0.015	-0.004
Si	16.522	8.064	19.003	0.037	-0.062	-0.048
Si	13.708	10.796	19.05	-0.018	0.011	-0.018
Si	16.365	-2.734	19.114	-0.017	0.007	0.005
Si	19.168	-0.086	19.087	0.032	-0.03	-0.005
Si	21.814	2.699	18.947	0.003	0.045	0.022
Si	19.132	5.406	18.991	-0.006	0.004	-0.032
Si	21.936	8.103	18.912	-0.041	-0.024	-0.006
Si	19.18	10.857	18.973	-0.007	-0.032	0.009
Si	21.878	-2.704	19.026	-0.026	0.005	0.005
Si	24.632	-0.028	18.929	-0.024	0.01	-0.007
Si	27.366	2.691	18.919	0.017	-0.009	0.013
Si	24.593	5.261	18.735	0.074	-0.009	-0.019
Si	27.378	8.038	18.793	-0.027	-0.015	0.012
Si	24.65	10.856	18.978	-0.024	0.034	-0.047
Si	27.342	-2.781	18.827	0.047	-0.015	-0.046
Si	30.109	0.003	18.96	0.014	0.002	-0.027
Si	32.766	2.724	18.957	-0.029	-0.011	-0.006
Si	29.919	5.416	18.851	-0.044	0.01	0.016
Si	32.746	8.269	18.79	0.006	0.019	-0.031
Si	29.972	10.793	18.809	-0.026	0.009	-0.031
Si	32.777	-2.651	18.694	0.007	-0.02	-0.018
Si	35.388	0.034	18.791	0.013	-0.016	-0.032
Si	38.129	2.879	18.764	0.004	0.029	0.005
Si	35.425	5.459	18.909	-0.009	0.007	-0.004
Si	38	8.258	18.944	-0.018	0.02	-0.018
Si	35.308	10.901	18.736	-0.008	-0.027	0.013
Si	38.072	-2.51	18.693	-0.009	-0.027	-0.034
Si	-24.502	0.064	18.818	0.017	-0.005	0.016
Si	-21.797	2.8	18.828	0.006	-0.009	-0.023
Si	-24.543	5.578	18.782	-0.022	0.032	0.006
Si	-21.85	-7.934	18.831	0.017	0.011	0.026
Si	-24.56	-5.28	18.753	-0.001	0.01	-0.059
Si	-21.853	-2.681	18.771	-0.009	-0.003	-0.017
Si	-19.103	0.063	18.877	-0.018	-0.033	0.011
Si	-16.408	2.726	19.021	-0.004	-0.01	0.047
Si	-19.165	5.518	18.813	0	-0.006	-0.035
Si	-16.522	-8.206	19.01	0.013	0.009	-0.003
Si	-19.091	-5.481	18.966	0.013	-0.007	-0.051
Si	-16.351	-2.725	18.966	-0.004	-0.005	-0.005
Si	-13.723	0.036	18.99	-0.002	-0.023	-0.034
Si	-11.063	2.834	19.247	0.028	-0.005	0.06
Si	-13.804	5.541	19.182	-0.018	0.051	-0.024
Si	-10.99	-8.207	19.238	-0.018	-0.007	0.016
Si	-13.653	-5.429	18.909	-0.024	-0.039	0.005
Si	-10.929	-2.689	19.14	-0.001	-0.01	0.036
Si	-8.266	0.023	19.104	-0.003	0.014	-0.01
Si	-5.497	2.717	19.291	0.023	0.002	0.026
Si	-8.261	5.45	19.212	0.053	0.017	-0.009
Si	-5.563	8.251	19.219	-0.027	0.007	-0.028
Si	-8.208	-5.459	19.152	0.001	-0.014	-0.012
Si	-5.484	-2.73	19.204	-0.011	0.009	0.001
Si	-2.754	0.049	19.189	-0.008	0.005	-0.033
Si	-0.046	2.772	19.12	-0.024	0.005	-0.076
Si	-2.788	5.451	19.195	0.01	-0.002	-0.021
Si	-0.019	-8.193	19.287	0.008	0.008	-0.015
Si	-2.743	-5.505	19.251	0.014	-0.012	-0.002
Si	-0.053	-2.706	19.243	0.01	0.008	-0.011
Si	1.36	1.386	20.345	-0.045	0.018	0.04
Si	4.136	4.144	20.652	0.069	-0.007	0.011
Si	1.309	6.798	20.727	-0.029	0.015	0.034
Si	4.004	-6.761	20.495	0.031	-0.044	0.023
Si	1.245	-4.102	20.619	0.033	-0.039	0.003
Si	4.165	-1.443	20.53	-0.012	0.045	0.046
Si	6.721	1.427	20.562	0.052	-0.067	0.051
Si	9.65	3.942	20.583	-0.009	0.047	0.067
Si	6.804	6.714	20.416	-0.034	-0.007	-0.003
Si	9.548	9.476	20.491	0.043	-0.024	0.003
Si	6.832	-4.051	20.656	-0.018	0.04	0.029
Si	9.547	-1.369	20.525	0.057	-0.028	0.027
Si	12.274	1.266	20.563	-0.045	0.001	0.028
Si	15.055	4.111	20.155	0.021	-0.028	0.018
Si	12.208	6.715	20.366	0.025	-0.058	-0.006
Si	15.136	9.397	20.288	-0.042	0.086	0.016
Si	12.375	-4.271	20.518	-0.02	0.01	-0.007
Si	14.966	-1.404	20.533	-0.001	-0.048	0.043
Si	17.792	1.269	20.422	-0.051	0.045	0.097
Si	20.405	4.006	20.356	0.064	-0.062	0.022
Si	17.909	6.779	20.457	0.007	0.032	0.014
Si	20.615	9.503	20.266	0.038	0.037	0.06
Si	17.819	-4.114	20.352	0.007	-0.044	0.027
Si	20.561	-1.4	20.53	0	0.047	0.044
Si	23.265	1.386	20.234	0.054	0.011	0.02
Si	25.961	4.051	20.225	-0.007	0.09	-0.011
Si	23.309	6.592	20.105	-0.033	0.091	0.031
Si	26.029	9.329	20.159	-0.013	0.051	-0.003
Si	23.338	-3.993	20.331	0.069	-0.04	0.013
Si	26.048	-1.441	20.211	-0.038	-0.041	-0.009
Si	28.724	1.344	20.329	0.014	-0.031	0.045
Si	31.355	4.149	20.191	0.017	0.018	0.022
Si	28.589	6.707	20.351	-0.052	-0.019	-0.011
Si	31.34	9.497	20.229	0.004	0.008	0.055
Si	28.67	-4.141	20.192	-0.034	-0.015	0.046
Si	31.545	-1.418	20.223	-0.007	-0.033	-0.056
Si	34.154	1.334	20.309	0.027	0.031	-0.003
Si	36.85	4.162	20.284	-0.002	-0.012	0.033
Si	34.04	6.88	20.169	-0.043	-0.01	0.003
Si	36.531	9.636	20.271	0.024	-0.01	0.036
Si	34.049	-4.001	20.096	0.006	0.003	0.041
Si	36.776	-1.241	20.19	0.027	0.054	0.034
Si	39.41	1.479	20.119	-0.035	-0.081	-0.037
Si	-23.164	4.233	20.093	-0.015	-0.002	-0.017
Si	39.456	6.927	20.246	-0.005	0.004	0.011
Si	-23.179	-6.473	20.186	0.001	0.063	-0.073
Si	39.294	-3.936	20.031	-0.001	-0.004	0.046
Si	-23.11	-1.303	20.173	-0.021	-0.004	-0.016
Si	-20.503	1.396	20.222	0.002	-0.01	-0.002
Si	-17.871	4.15	20.2	-0.015	0.03	0.041
Si	-20.499	-9.356	20.092	0.049	-0.02	0.007
Si	-17.807	-6.872	20.454	-0.051	0.01	0.026
Si	-20.569	-4.082	20.122	-0.019	0.005	-0.011
Si	-17.681	-1.245	20.22	0.018	-0.006	0.018
Si	-15.04	1.338	20.422	-0.023	-0.023	0.036
Si	-12.482	4.277	20.64	-0.019	0.002	0.028
Si	-15.294	-9.498	20.559	0.041	-0.068	-0.006
Si	-12.46	-6.768	20.408	-0.007	0.006	0.051
Si	-15.026	-4.183	20.3	0.002	-0.016	-0.015
Si	-12.395	-1.284	20.376	0.005	0	-0.049
Si	-9.684	1.334	20.459	0.024	-0.022	0.016
Si	-6.962	4.057	20.598	-0.045	0.015	-0.036
Si	-9.578	6.774	20.647	-0.053	0.033	0.029
Si	-6.908	9.599	20.662	0.024	-0.015	0.006
Si	-9.533	-4.091	20.479	-0.018	0.044	0.003
Si	-6.885	-1.299	20.464	0.021	-0.02	0.01
Si	-4.055	1.364	20.635	-0.007	0.013	-0.022
Si	-1.401	4.092	20.532	0.025	-0.059	0.038
Si	-4.2	6.845	20.471	0.006	-0.02	0.008
Si	-1.42	-6.904	20.664	-0.067	0.046	-0.015
Si	-4.095	-4.109	20.56	-0.022	0.008	0.02
Si	-1.381	-1.254	20.558	0.016	-0.051	0.006
Si	0.06	0.124	21.827	-0.044	-0.037	0.041
Si	2.685	2.686	21.762	0.025	0.018	0.036
Si	-0.16	5.432	22.04	-0.013	0.037	0.077
Si	2.729	8.226	21.986	0.018	-0.003	0.103
Si	-0.097	-5.53	22.031	0.045	0.024	0.06
Si	2.722	-2.745	21.87	-0.017	0.003	0.024
Si	5.444	-0.019	21.943	-0.073	-0.034	-0.01
Si	8.097	2.757	21.952	-0.042	0.073	0.003
Si	5.516	5.55	22.028	-0.022	0.013	0.104
Si	8.187	8.035	21.733	0.028	-0.044	0.064
Si	5.364	-5.435	21.888	-0.038	0.019	0.068
Si	8.237	-2.66	22.017	0.042	-0.089	-0.035
Si	10.992	-0.204	21.997	0.359	-0.296	-0.403
Si	13.702	2.846	21.563	-0.072	0.074	0.01
Si	10.992	5.376	21.945	0.043	-0.013	-0.016
Si	13.713	8.041	21.54	0.037	-0.099	0.075
Si	10.947	10.725	21.893	0.042	0.027	0.028
Si	13.664	-2.867	21.914	0.024	0.046	0.002
Si	16.337	0.02	21.839	-0.027	0.029	-0.009
Si	19.057	2.691	21.836	-0.014	-0.009	0.075
Si	16.353	5.423	21.611	-0.04	0.079	0.065
Si	19.489	8.091	21.755	-0.004	-0.059	0.047
Si	16.643	10.601	21.604	0.307	-0.244	-0.434
Si	19.076	-2.77	21.843	0.031	-0.049	0.075
Si	21.984	0.13	21.727	-0.012	-0.049	0.021
Si	24.851	2.508	21.586	0.193	-0.259	-0.527
Si	21.939	5.311	21.538	0.037	-0.017	0.019
Si	25.016	7.584	21.37	-0.014	-0.037	0.11
Si	22.091	10.818	21.572	-0.207	0.064	-0.745
Si	24.591	-2.511	21.716	-0.336	0.355	-0.456
Si	27.557	-0.297	21.581	0.143	-0.03	-0.053
Si	30.062	2.836	21.612	-0.153	-0.051	-0.758
Si	26.641	5.854	21.606	0.082	0.175	-0.557
Si	30.48	7.624	21.441	0.123	-0.137	-0.563
Si	27.51	10.558	21.496	-0.069	0.198	-0.757
Si	30.412	-3.134	21.417	0.021	-0.022	0.011
Si	33.13	-0.312	21.672	0.017	-0.049	-0.001
Si	35.924	2.356	21.511	0.021	-0.037	0.086
Si	32.242	5.984	21.366	-0.195	0.088	-0.618
Si	35.245	8.144	21.747	0.435	-0.131	-0.353
Si	32.204	11.403	21.347	-0.006	-0.011	-0.099
Si	35.853	-3.05	21.41	0.072	-0.105	0.024
Si	37.643	0.63	21.455	-0.236	0.138	-0.457
Si	40.896	2.756	21.395	0.01	-0.02	0.026
Si	38.214	5.517	21.705	0.012	0.01	0.028
Si	40.699	8.551	21.47	-0.084	0.05	0.003
Si	37.659	11.401	21.395	-0.07	0.028	-0.055
Si	40.566	-2.513	21.362	0.222	-0.152	-0.648
Si	-21.787	0.025	21.621	0.027	-0.038	0.134
Si	-19.217	2.799	21.541	0.03	0.008	0.044
Si	-21.973	5.759	21.39	-0.044	0.051	-0.015
Si	-19.291	-8.251	21.787	0.046	-0.003	0.053
Si	-21.824	-5.247	21.744	0.036	0.051	0.129
Si	-19.011	-2.827	21.25	-0.184	0.273	-0.641
Si	-16.413	-0.008	21.813	0.012	0.022	0.032
Si	-13.875	2.795	21.881	-0.024	-0.025	0.026
Si	-16.771	5.38	21.873	0.009	0.049	0.1
Si	-14.299	-7.648	21.677	-0.018	0.057	-0.001
Si	-15.994	-5.903	21.659	0	0.066	0.081
Si	-13.672	-2.786	21.619	-0.018	0.037	-0.008
Si	-11.154	0.091	21.834	0.034	0.011	0.024
Si	-8.356	2.625	21.89	-0.004	0.036	0.034
Si	-10.986	5.525	22.115	0.025	0.011	0.029
Si	-8.242	8.177	22.051	0.036	0.003	0.032
Si	-10.992	-5.47	21.72	0.032	0.015	-0.055
Si	-8.203	-2.653	21.85	0.016	-0.038	0.038
Si	-5.462	-0.041	21.876	0.058	-0.051	0.017
Si	-2.645	2.707	22.005	0.01	0.014	0.025
Si	-5.531	5.465	21.818	0.018	0.024	0.048
Si	-2.874	-8.25	21.984	0.031	-0.007	0.116
Si	-5.519	-5.319	22.03	-0.023	0.03	0.001
Si	-2.735	-2.663	21.839	0.009	0.005	0.056
Si	1.858	-0.851	22.949	0.156	0.152	-0.583
Si	3.533	0.896	23.015	-0.056	-0.267	-0.621
Si	0.96	3.623	23.022	-0.122	-0.003	-0.541
Si	4.642	7.478	23.147	0.204	-0.03	-0.733
Si	1.543	-6.601	23.399	-0.174	-0.162	-0.673
Si	3.749	-4.338	23.278	0.147	0.029	-0.736
Si	7.173	-0.927	23.302	-0.034	0.088	0.071
Si	8.643	1.015	23.452	-0.567	-0.075	-0.419
Si	7.379	4.654	23.196	0.084	0.202	-0.709
Si	9.144	6.343	23.098	-0.14	-0.178	-0.533
Si	6.449	-7.247	22.882	-0.337	-0.211	-0.611
Si	9.98	-3.819	23.166	0.24	0.192	-0.479
Si	11.827	-2.1	23.153	-0.245	-0.205	-0.579
Si	15.356	1.91	22.861	0.173	0	-0.623
Si	12.987	4.555	23.037	-0.017	0.243	-0.57
Si	14.642	6.388	22.889	-0.147	-0.289	-0.547
Si	12.387	9.192	23.03	-0.17	0.086	-0.662
Si	15.215	-3.709	23.49	-0.456	0.226	-0.409
Si	17.498	-1.571	23.113	0.081	0.177	-0.714
Si	20.781	1.609	23.087	-0.227	-0.065	-0.73
Si	17.06	3.596	22.83	-0.021	-0.111	-0.629
Si	21.345	7.13	22.868	0.122	0.173	-0.556
Si	18.184	9.534	22.997	0.048	-0.118	-0.679
Si	19.981	-4.249	23.455	-0.319	0.354	-0.515
Si	23.869	-0.617	22.928	0.199	0.114	-0.615
Si	25.884	0.78	22.81	-0.275	-0.23	-0.414
Si	22.815	3.984	23.241	-0.352	0.251	-0.63
Si	26.72	5.325	24.79	0.02	-0.053	-0.212
Si	23.414	8.371	22.894	-0.064	-0.66	-0.392
Si	25.79	-4.527	23.803	-0.004	-0.007	-0.039
Si	29.227	-1.571	22.83	-0.207	-0.388	-0.651
Si	31.563	0.573	23.135	0.51	-0.149	-0.371
Si	29.265	3.747	24.274	-0.087	-0.051	-0.106
Si	-31.72	5.485	24.257	-0.361	-0.216	0.34
Si	29.267	-7.214	23.606	0.103	-0.09	-0.043
Si	31.606	-6.171	25.264	0.012	-0.117	-0.077
Si	34.429	-1.948	22.956	0.265	0.254	-0.586
Si	-29.824	-2.468	25.829	-0.125	-0.105	-0.142
Si	-29.908	2.932	23.738	0.096	-0.049	-0.622
Si	37.112	7.253	22.926	-0.369	-0.476	-0.549
Si	-32.015	-4.566	23.34	-0.221	-0.287	-0.58
Si	-27.007	6.432	25.441	-0.001	0.09	0.002
Si	-25.787	-0.476	23.361	0.05	0.148	0.051
Si	42.03	1.344	22.898	0.551	0.287	-0.088
Si	39.742	4.07	22.863	-0.22	0.169	-0.625
Si	42.393	7.524	22.758	-0.015	0.064	0.043
Si	39.016	9.852	22.646	0.209	0.255	-0.57
Si	-22.719	-3.649	23.317	0.425	-0.274	-0.48
Si	-20.647	-1.265	23.255	-0.306	0.453	-0.417
Si	-17.612	1.72	22.937	0.006	0.012	-0.011
Si	-20.476	4.5	22.62	0.276	0.093	-0.303
Si	-18.752	6.087	23.085	0.036	0.028	-0.608
Si	-21.041	-7.151	22.936	-0.002	0.029	0.081
Si	-17.153	-4.318	23.003	0.549	-0.634	-0.055
Si	-15.243	-1.784	23.013	0.169	0.387	-0.616
Si	-12.101	1.876	23.183	-0.007	-0.058	0.087
Si	-15.88	3.522	23.033	-0.037	-0.053	-0.048
Si	-11.334	7.373	23.69	-0.039	0.031	-0.017
Si	-13.501	-7.983	23.836	0.384	-0.333	-0.519
Si	-12.071	-3.837	22.976	-0.4	-0.529	-0.103
Si	-9.95	-1.54	23.002	0.124	0.082	-0.788
Si	-6.832	1.318	23.165	-0.019	-0.029	0.142
Si	-10.197	3.507	23.161	-0.17	-0.111	-0.473
Si	-6.583	6.975	23.3	-0.273	-0.182	-0.661
Si	-9.99	9.31	23.186	-0.104	-0.282	-0.499
Si	-6.36	-3.39	23.208	0.188	0.05	-0.595
Si	-4.481	-1.789	23.145	-0.229	-0.09	-0.518
Si	-0.688	1.911	23.176	-0.039	0.078	-0.517
Si	-3.866	4.407	23.062	0.328	0.168	-0.475
Si	-2.139	6.171	23.246	-0.08	-0.196	-0.776
Si	-4.442	-7.009	23.278	0.235	0.174	-0.762
Si	-1.37	-3.96	23.244	-0.04	-0.104	-0.717
Si	6.195	4.302	26.075	-0.012	-0.023	-0.192
Si	6.579	-1.017	25.625	0.029	-0.098	-0.711
Si	7.461	2.743	-4.896	0.096	-0.096	-0.053
Si	2.092	1.136	27.565	-0.097	-0.001	0.009
Si	2.161	-7.09	-0.015	-0.416	0.264	0.398
Si	4.577	1.522	25.879	0.013	0.021	-0.112
Si	13.56	2.529	25.278	0.135	0.057	-0.18
Si	6.067	6.388	-2.823	0.055	0.079	0.042
Si	8.78	5.077	-3.682	0.041	-0.033	0.151
Si	10.727	-6.472	-3.813	-0.021	-0.041	0.015
Si	12.199	-4.727	27.229	0.021	0.041	-0.146
Si	6.984	1.044	-2.603	0.007	-0.087	0.164
Si	12.731	4.884	-3.759	-0.056	0.096	-0.029
Si	17.598	2.889	25.458	-0.204	0.16	0.053
Si	17.737	-7.106	-4.239	-0.121	0.004	0.055
Si	22.148	6.783	-5.395	0.067	-0.025	0.021
Si	14.163	-5.761	25.245	0.07	0.012	-0.092
Si	17.284	2.086	-3.307	0.007	0.067	0.057
Si	18.896	0.389	24.996	0.079	-0.053	-0.052
Si	22.076	5.842	25.449	-0.072	0.094	-0.183
Si	17.21	-4.424	-5.395	-0.006	-0.024	0.06
Si	22.02	-6.294	27.38	-0.005	0.03	-0.058
Si	24.108	-1.212	26.003	0.068	0.064	-0.075
Si	20.525	-5.852	-3.425	-0.015	-0.054	0.05
Si	17.663	7.057	27.555	0.053	-0.088	-0.097
Si	24.523	7.593	-0.608	0.195	-0.071	-0.082
Si	25.942	3.463	26.952	-0.022	-0.011	-0.037
Si	27.157	-8.108	25.782	0.121	-0.009	-0.052
Si	28.818	-5.044	-4.198	0.146	0.161	0.033
Si	24.447	-6.627	25.424	-0.021	-0.095	-0.156
Si	27.594	1.505	25.351	-0.075	0.034	-0.134
Si	29.834	1.447	-4.366	0.009	0.002	0.108
Si	28.849	7.042	-5.285	0.043	-0.021	-0.05
Si	-26.538	-5.428	25.402	-0.029	0.002	0.122
Si	20.3	-4.024	26.419	0.135	0.138	-0.061
Si	32.392	7.158	-1.766	-0.113	-0.042	0.063
Si	30.599	-2.321	27.719	-0.026	-0.053	0.135
Si	-26.818	5.247	-5.163	0.07	0.009	-0.123
Si	-27.158	3.252	25.145	0.046	0.023	-0.003
Si	-23.705	6.452	27.308	0.024	0.012	0.124
Si	32.058	4.436	25.656	0.35	0.377	-0.359
Si	-20.534	-6.9	25.249	-0.043	-0.008	-0.671
Si	-31.334	-7.863	24.502	0.016	0.042	-0.064
Si	43.515	2.529	24.451	-0.444	-0.34	-0.566
Si	-22.023	-4.626	25.963	-0.007	0.034	0.027
Si	-24.094	-5.008	-4.835	0.033	-0.05	-0.062
Si	-24.696	2.698	-0.995	0.023	-0.106	0.044
Si	-19.021	0.93	24.729	0.416	0.065	-0.407
Si	-22.226	2.034	27.388	0.065	-0.032	0.005
Si	-14.849	-7.533	-2.726	-0.084	0.011	-0.023
Si	-14.856	6.85	26.16	-0.171	-0.07	0.068
Si	-15.868	-4.849	-3.758	-0.023	-0.081	0.025
Si	-17.152	-3.021	27.525	0.089	-0.016	0.076
Si	-19.456	6.626	26.146	-0.355	-0.409	0.31
Si	-12.576	2.32	-5.337	0.043	-0.154	-0.072
Si	-14.569	-2.682	25.742	0.004	0.058	-0.069
Si	-12.912	-4.97	24.82	0.265	0.374	-0.444
Si	-17.739	5.923	-1.145	0.222	-0.208	0.124
Si	-13.003	1.929	25.427	0.248	-0.159	-0.575
Si	-9.23	-4.495	-5.45	-0.093	-0.03	-0.122
Si	-2.713	-0.961	25.645	-0.089	-0.063	-0.063
Si	-8.655	2.93	25.712	0.126	-0.165	-0.246
Si	-10.981	6.724	-3.657	0.027	0.04	0.146
Si	-7.144	-2.454	26.026	-0.105	-0.001	-0.029
Si	-8.097	0.11	24.731	0.428	0.342	-0.603
Si	-10.433	-6.026	26.088	0.036	0.08	-0.062
Si	-3.771	1.684	26.777	-0.079	-0.288	0.594
Si	5.015	7.289	26.196	0.119	0.133	-0.163
Si	-2.073	6.968	26.366	0.025	-0.039	-0.016
Si	-0.121	-7.123	25.989	0.087	-0.075	-0.013
Si	-7.298	6.802	26.219	0.063	-0.072	0.054
Si	0.147	-2.075	25.049	-0.024	0.005	0.065
Si	0.868	-1.497	27.717	0.093	-0.082	0.007
Si	2.22	-1.068	-3.532	-0.046	-0.025	0.087
Si	-2.76	-5.552	25.371	-0.083	0.051	0.049
Si	3.742	7.772	-4.5	-0.074	0.06	0.12
Si	-6.227	-1.284	-2.852	0.035	0.004	0.079
Si	1.534	-2.313	-0.847	0.177	0.157	0.768
Si	5.187	-1.303	-2.919	-0.062	0.111	0.176
Si	10.91	6.923	-5.122	0.051	0.002	-0.004
Si	9.597	-5.58	25.726	-0.061	0.119	-0.083
Si	10.714	7.883	25.112	-0.066	-0.138	0.1
Si	5.117	-3.797	26.011	0.046	-0.032	-0.064
Si	8.669	0.854	26.478	-0.113	0.063	-0.158
Si	9.9	1.133	-1.419	-0.132	0.1	0.141
Si	14.505	-4.432	-1.389	-0.039	0.024	0.139
Si	16.15	8.155	25.024	-0.096	0.012	-0.198
Si	15.535	-1.7	27.4	0.126	0.061	0.016
Si	11.784	0.75	26.838	0.083	0.145	-0.107
Si	13.041	2.203	-5.077	0.077	-0.035	0.004
Si	19.654	4.668	26.957	-0.076	0.062	-0.085
Si	15.918	4.891	-3.475	0.001	-0.119	0.119
Si	14.677	1.052	-2.63	-0.066	0.04	-0.054
Si	21.773	-2.655	-5.098	0.101	-0.079	0.029
Si	17.445	0.884	27.429	-0.052	0.007	-0.141
Si	21.608	0.018	-3.837	0.055	-0.014	-0.029
Si	22.108	4.707	-3.374	0.103	-0.142	-0.017
Si	27.052	0.052	-3.631	-0.05	0.265	0.706
Si	27.189	3.387	-1.657	-0.144	-0.645	0.09
Si	28.776	-2.321	-3.125	-0.064	-0.016	-0.032
Si	24.375	0.53	-5.377	-0.031	-0.049	0.031
Si	25.356	-2.772	-0.677	0.057	-0.095	0.032
Si	-31.348	2.034	-2.846	-0.046	0.009	-0.055
Si	29.383	7.258	-2.348	0.054	-0.046	0.02
Si	30.878	-7.064	-5.061	-0.082	0.036	0.04
Si	29.273	9.07	-0.116	-0.51	0.485	0.323
Si	31.85	-5.436	-0.623	0.056	0.125	0.092
Si	26.354	-3.389	26.322	0.112	0.107	0.083
Si	41.142	6.396	24.385	0.169	0.314	-0.266
Si	-24.541	1.997	-3.829	0.099	-0.106	-0.093
Si	-28.318	6.401	-0.828	-0.277	0.218	0.477
Si	35.651	13.238	-0.539	0.289	-0.295	0.455
Si	-29.721	-5.39	24.963	-0.007	0.047	0.08
Si	-26.655	-2.303	25.827	-0.001	-0.072	-0.1
Si	-16.076	5.877	-2.841	-0.34	-0.148	0.533
Si	-28.364	-2.405	-3.146	-0.039	-0.031	0.022
Si	-27.356	2.324	-5.237	0.02	0.014	-0.027
Si	-24.441	-7.915	-1.149	-0.075	0.064	0.069
Si	-26.993	0.542	-0.858	0.043	-0.029	0.043
Si	-19.058	-4.511	25.583	0.099	-0.022	-0.04
Si	-17.824	3.523	-1.001	0.289	0.487	-0.08
Si	-16.144	0.355	-2.078	-0.209	0.006	0.247
Si	-17.406	6.762	-5.235	-0.041	0.092	0.04
Si	-19.434	7.485	-3.261	0.089	-0.175	-0.002
Si	-20.111	2.625	-4.599	-0.087	-0.02	0.73
Si	-17.816	-4.007	-1.664	-0.001	0.047	-0.002
Si	-14.404	0.812	27.705	0.004	0.051	-0.151
Si	-15.483	3.884	25.289	-0.108	-0.022	-0.55
Si	-10.361	7.375	25.849	-0.185	-0.043	-0.479
Si	-13.917	-2.581	-4.934	-0.041	0.07	-0.008
Si	-13.807	-1.202	-0.991	-0.018	0.008	-0.002
Si	-18.217	-1.529	-3.523	0.01	-0.008	0.098
Si	-1.889	4.112	27.331	-0.062	-0.128	0.004
Si	-5.818	2.726	24.797	-0.146	-0.331	-0.529
Si	-9.602	-6.93	-1.006	-0.077	-0.022	-0.04
Si	-12.798	-3.918	-0.817	0.272	0.152	0.666
Si	-9.701	2.432	-4.575	-0.038	-0.089	-0.01
Si	-4.242	0.399	-4.332	-0.029	0.26	-0.748
Si	-8.469	5.171	-4.42	0.006	-0.045	-0.059
Si	-2.498	-2.055	-4.815	0.034	-0.031	-0.155
Si	1.105	7.922	-2.752	0.084	-0.007	0.047
Si	-4.749	8.047	27.543	0.013	-0.153	-0.058
Si	-6.016	6.501	-3.139	0.016	0.012	0.056
Si	-4.213	-5.909	-5.026	0.059	-0.103	-0.11
Si	-2.051	-4.778	-3.452	0.045	0.009	0.155
Si	1.859	4.036	-0.273	0.06	-0.185	0.503
Si	-0.228	6.013	-0.93	-0.003	0.024	0.128
Si	6.836	-6.506	25.844	-0.05	-0.144	-0.056
Si	4.768	4.848	-0.639	-0.044	0.004	0.273
Si	3.714	-4.446	-0.387	-0.075	0.353	0.605
Si	5.394	0.091	-0.348	-0.024	-0.011	0.102
Si	14.16	2.389	-0.07	0.447	-0.332	0.387
Si	0.377	2.909	25.712	0.078	-0.238	-0.196
Si	11.828	-5.892	-1.052	0.069	0.001	0.052
Si	5.465	-4.301	-2.743	0.07	-0.023	0.025
Si	9.609	-3.849	-0.557	-0.263	0.148	0.635
Si	11.498	-1.481	-1.414	0.011	-0.029	0.198
Si	14.003	-1.969	-3.058	-0.037	0.055	0.058
Si	7.611	-8.022	-0.86	0.024	0.037	0.15
Si	16.903	-6.25	-1.628	0.076	-0.006	0.087
Si	3.405	-5.434	-4.771	0.132	-0.122	-0.099
Si	8.186	-5.606	-2.653	-0.063	0.002	0.054
Si	10.714	4.204	-1.514	-0.058	-0.011	0.088
Si	12.983	-1.863	26.136	-0.054	-0.029	-0.245
Si	15.772	5.157	-0.472	-0.127	0.074	0.117
Si	18.583	-3.857	-2.764	0.017	-0.102	0.038
Si	20.041	2.549	-3.778	0.086	0.013	0.026
Si	18.658	-1.867	-0.476	-0.091	0.009	0.086
Si	21.199	0.031	-0.705	0.02	0.038	0.025
Si	24.754	7.653	-3.767	0.079	-0.053	0.128
Si	21.989	5.796	-0.518	0.038	-0.108	0.104
Si	25.28	4.681	-3.783	0.02	-0.065	0.094
Si	21.686	-5.361	-0.949	0.042	0.036	0.051
Si	23.779	-3.951	-2.92	-0.019	0.093	-0.025
Si	26.782	1.075	-1.482	-0.017	0.412	-0.762
Si	29.819	4.457	-2.286	-0.031	-0.057	0.018
Si	28.549	-1.468	25.795	-0.023	-0.093	-0.096
Si	25.771	-5.795	-4.513	-0.004	0.131	0.062
Si	-32.108	-2.457	-5.059	-0.039	0.015	-0.073
Si	32.598	0.426	-5.09	-0.027	0.079	0.037
Si	31.207	2.061	-1.539	0.001	-0.025	-0.096
Si	-32.096	1.578	25.411	0.067	0.019	-0.048
Si	28.173	-1.226	-0.494	0.2	-0.27	0.631
Si	-32.191	-6.574	-3.009	-0.1	-0.005	0.092
Si	-30.536	-4.285	-3.122	0.117	0.056	0.056
Si	30.12	4.409	-5.191	-0.037	-0.106	0.131
Si	-22.979	-5.342	-2.042	-0.018	-0.083	0.114
Si	-26.608	7.382	-3.029	-0.001	0.124	-0.064
Si	-30.941	4.832	-1.72	0.037	0.036	0.144
Si	-21.089	5.618	-5.269	0.258	0.061	-0.563
Si	-28.814	0.438	-3.343	0.008	0.057	0.024
Si	-25.602	-7.554	-5.473	-0.036	-0.055	-0.065
Si	-25.811	-2.666	-4.775	-0.041	0.035	0.004
Si	-20.918	-0.579	-2.585	0.009	0.206	0.143
Si	-23.476	-0.671	-4.264	0.058	0.162	-0.03
Si	-11.862	-6.847	-3.008	0.042	0.064	-0.093
Si	-20.144	-6.146	-1.756	0.09	-0.073	0.026
Si	-17.274	1.971	27.072	-0.024	0.049	0.092
Si	-20.342	2.46	-2.243	-0.144	0.149	-0.672
Si	-15.701	3.225	-1.751	-0.584	0.284	0.28
Si	-12.228	5.9	27.594	0.001	-0.102	-0.04
Si	-10.492	6.472	-0.698	-0.005	0.04	0.104
Si	-14.824	-6.18	-0.17	0.276	-0.208	0.431
Si	-11.616	-3.978	-3.573	-0.089	-0.061	0.115
Si	-5.123	-5.284	-0.387	-0.008	-0.014	0.171
Si	-6.977	2.515	-0.77	0.061	0.02	0.124
Si	-8.625	0.623	-2.537	0.158	-0.142	0.013
Si	-2.69	2.753	-3.103	-0.058	-0.041	-0.001
Si	-6.477	-3.816	-4.718	-0.184	0.084	-0.034
Si	-10.834	-0.187	-0.57	-0.054	-0.032	0.143
Si	-1.407	-3.534	-0.732	0.004	-0.337	0.699
Si	-0.764	3.061	-0.893	-0.092	-0.261	0.666
Si	-4.648	4.416	-1.453	-0.017	-0.081	0.196
Si	0.38	-6.144	-4.682	-0.053	-0.122	0.002
Si	-6.735	-7.194	-1.691	-0.091	-0.074	0.092
Si	-4.145	-2.234	-0.587	-0.135	0.313	0.52
Si	1.301	-1.354	7.021	0.005	0.004	0.016
Si	3.995	1.382	7.013	-0.004	-0.008	-0.006
Si	1.341	4.073	6.964	-0.014	0.021	-0.01
Si	4.017	6.828	7.007	-0.029	0.003	-0.017
Si	1.356	9.495	7.032	0.016	-0.016	-0.007
Si	4.036	12.237	7.03	-0.01	-0.01	0.013
Si	6.766	-1.376	6.996	0.009	-0.024	0.02
Si	9.477	1.395	6.94	-0.019	-0.011	0.006
Si	6.766	4.072	7.05	0.015	-0.007	0.002
Si	9.427	6.837	6.906	-0.023	0.024	-0.014
Si	6.747	9.492	6.931	0.032	-0.014	-0.017
Si	9.437	12.247	6.957	0.01	0.004	0.006
Si	12.188	-1.373	6.912	0.017	-0.018	0.006
Si	14.87	1.396	6.849	-0.035	0.012	-0.005
Si	12.141	4.078	6.862	0.013	-0.011	-0.01
Si	14.855	6.81	6.819	-0.009	0.016	-0.003
Si	12.186	9.497	6.876	0.018	-0.009	0.002
Si	14.882	12.231	6.815	-0.021	-0.002	-0.002
Si	17.634	-1.385	6.774	0.009	-0.006	-0.002
Si	20.347	1.332	6.782	0.012	-0.001	0.009
Si	17.571	4.102	6.814	-0.024	0.004	0.008
Si	20.336	6.83	6.743	-0.019	0.01	0.003
Si	17.641	9.555	6.761	-0.014	0.004	0.004
Si	20.332	12.262	6.682	-0.01	0.01	-0.001
Si	23.057	-1.37	6.682	-0.008	-0.005	0.01
Si	25.805	1.328	6.671	0.029	-0.005	-0.016
Si	23.083	4.053	6.77	-0.002	-0.007	0.009
Si	25.826	6.768	6.683	0.018	-0.015	-0.019
Si	23.036	9.521	6.709	-0.002	-0.009	0.007
Si	25.752	12.246	6.681	0.027	0.023	-0.018
Si	28.512	-1.317	6.689	-0.012	0.024	0.019
Si	31.268	1.408	6.682	-0.032	0.005	0.024
Si	28.553	4.08	6.623	-0.014	0	0.001
Si	31.267	6.79	6.609	0.011	-0.015	0.008
Si	28.53	9.487	6.715	-0.016	-0.016	0.01
Si	31.292	12.253	6.693	-0.002	-0.017	-0.003
Si	34.053	-1.321	6.644	-0.004	-0.021	0.009
Si	-28.526	1.413	6.542	-0.016	-0.014	0.008
Si	33.975	4.118	6.593	0.005	0.012	0.01
Si	-28.523	6.864	6.555	-0.011	-0.005	0.01
Si	33.992	9.535	6.597	-0.003	0.01	0.002
Si	-28.52	-4.041	6.575	0.006	-0.014	0.007
Si	-25.741	-1.325	6.495	0.013	-0.005	-0.012
Si	-22.991	1.419	6.441	0.012	0.001	-0.047
Si	-25.777	4.145	6.485	0	-0.007	0.002
Si	-23.067	6.857	6.445	-0.011	0.008	-0.002
Si	-25.756	-6.724	6.498	-0.012	-0.021	0.012
Si	-23.004	-4.045	6.461	0.001	-0.009	0.013
Si	-20.285	-1.283	6.508	-0.004	-0.007	0.009
Si	-17.577	1.391	6.64	-0.011	0.029	-0.007
Si	-20.351	4.13	6.552	-0.001	0.031	-0.026
Si	-17.623	6.801	6.667	0.022	0.049	-0.007
Si	-20.308	-6.776	6.479	0.025	0.006	-0.026
Si	-17.592	-4.037	6.642	0.007	0.008	-0.014
Si	-14.808	-1.418	6.872	0.076	-0.006	0.016
Si	-12.088	1.357	6.91	-0.019	-0.013	0.008
Si	-14.885	4.087	6.812	-0.016	0.011	0
Si	-12.191	6.835	6.94	-0.025	0.039	-0.01
Si	-14.903	-6.809	6.852	0.029	0.017	0.031
Si	-12.157	12.228	7.009	-0.022	0.007	0.026
Si	-9.37	-1.374	7.082	-0.027	-0.006	0.001
Si	-6.652	1.309	7.025	0.002	-0.044	0.011
Si	-9.418	4.016	6.911	0.006	-0.02	-0.026
Si	-6.736	6.717	6.93	0.032	0.029	-0.009
Si	-9.367	9.423	6.943	0.019	-0.011	0
Si	-6.71	12.201	6.96	0.013	-0.012	0.001
Si	-4.006	-1.39	6.941	0.024	-0.009	-0.004
Si	-1.365	1.363	6.966	-0.008	-0.002	0.012
Si	-4.045	4.058	6.903	0.001	-0.005	-0.02
Si	-1.372	6.806	6.99	0.02	0.011	0.017
Si	-4.043	-6.832	7.004	0.015	0.015	0.008
Si	-1.386	-4.06	7.02	-0.011	0.021	0.003
Si	2.663	0.008	8.372	-0.015	0.009	0.005
Si	5.382	2.715	8.371	-0.006	0.022	-0.001
Si	2.684	5.43	8.348	0.014	-0.017	-0.003
Si	5.406	8.167	8.344	0.011	-0.01	-0.001
Si	2.699	10.867	8.387	0.004	0	0.002
Si	5.416	-2.732	8.365	-0.003	-0.001	0.002
Si	8.133	0.01	8.312	0.003	0.024	-0.007
Si	10.84	2.733	8.293	0.001	0.008	0
Si	8.132	5.47	8.334	-0.005	-0.015	0.004
Si	10.827	8.157	8.262	-0.002	0.008	-0.005
Si	8.094	10.864	8.304	0.006	0.003	-0.006
Si	10.825	-2.717	8.286	-0.002	0.008	-0.002
Si	13.563	0	8.232	0.02	-0.011	0.002
Si	16.25	2.734	8.199	0.011	-0.005	0.003
Si	13.523	5.443	8.208	-0.003	0	-0.011
Si	16.273	8.175	8.132	-0.002	0.002	-0.01
Si	13.563	10.861	8.213	0.003	-0.003	-0.005
Si	16.271	-2.73	8.155	-0.001	0.008	0.001
Si	18.993	-0.029	8.141	0.003	0.006	0.004
Si	21.721	2.695	8.122	0.008	0.017	0.012
Si	18.98	5.463	8.121	0.002	0.008	0.002
Si	21.703	8.173	8.102	-0.005	0.004	0.003
Si	19.008	10.905	8.107	0.006	-0.006	-0.001
Si	21.714	-2.731	8.062	0.008	-0.004	-0.001
Si	24.442	-0.02	8.041	-0.005	-0.003	0
Si	27.189	2.713	7.995	-0.004	0.007	-0.009
Si	24.483	5.417	8.075	-0.007	-0.018	-0.002
Si	27.169	8.132	8.056	0.022	-0.006	0.007
Si	24.419	10.877	8.053	-0.008	-0.015	-0.006
Si	27.151	-2.715	8.016	0.006	-0.007	-0.004
Si	29.899	0.036	8.02	0.006	0	0.002
Si	32.655	2.765	7.993	0.001	-0.01	-0.005
Si	29.911	5.44	7.986	-0.001	0.017	-0.004
Si	32.645	8.162	7.953	0.011	-0.001	-0.005
Si	29.919	10.873	8.019	0.009	-0.004	0.004
Si	32.676	-2.687	7.995	-0.009	0.008	0.004
Si	-29.857	0.057	7.949	-0.002	0.015	0.003
Si	-27.138	2.784	7.866	-0.009	0.004	0.01
Si	-29.895	5.488	7.905	0.001	0	-0.008
Si	-27.133	-8.088	7.874	-0.004	0.018	-0.001
Si	-29.892	-5.41	7.923	0.002	-0.001	-0.001
Si	-27.122	-2.666	7.884	-0.006	0.017	-0.003
Si	-24.377	0.061	7.831	0.006	-0.007	-0.009
Si	-21.699	2.758	7.896	0.017	-0.021	0.011
Si	-24.418	5.507	7.848	-0.004	0	0.013
Si	-21.698	-8.12	7.849	-0.014	-0.01	-0.006
Si	-24.386	-5.376	7.857	-0.013	0.004	0.004
Si	-21.67	-2.666	7.851	0	0.015	0.012
Si	-18.967	0.035	7.964	0.019	-0.016	0.009
Si	-16.269	2.714	8.1	-0.001	-0.011	0.001
Si	-19.022	5.464	7.985	0.006	-0.004	0.006
Si	-16.298	-8.187	8.113	-0.011	-0.009	0.012
Si	-19.001	-5.414	7.936	0.008	-0.001	-0.018
Si	-16.252	-2.756	8.12	0.006	-0.008	0.004
Si	-13.49	-0.011	8.217	0.004	-0.002	0.009
Si	-10.779	2.705	8.299	0.002	-0.018	0.002
Si	-13.569	5.447	8.217	-0.019	-0.004	-0.009
Si	-10.8	8.146	8.296	0.003	0.013	0.003
Si	-13.562	10.852	8.26	-0.005	0.003	0.003
Si	-10.806	-2.723	8.351	0.003	0.009	-0.001
Si	-8.028	-0.007	8.398	0.004	-0.026	0.01
Si	-5.351	2.723	8.346	0.001	-0.007	-0.006
Si	-8.106	5.391	8.297	0.005	0.023	-0.002
Si	-5.419	8.114	8.316	-0.016	-0.006	0.012
Si	-8.068	10.833	8.313	-0.013	-0.019	-0.007
Si	-5.371	-2.739	8.32	-0.018	0.009	0.004
Si	-2.707	-0.001	8.336	-0.009	0.013	-0.002
Si	-0.009	2.714	8.338	0.013	-0.016	0
Si	-2.722	5.417	8.318	-0.009	0.005	-0.009
Si	-0.022	8.149	8.371	-0.019	0.015	0.007
Si	-2.713	-5.452	8.366	-0.011	0.005	0.005
Si	-0.024	-2.722	8.388	0.021	-0.006	-0.001
Si	1.329	1.37	9.734	0.024	0.023	0.006
Si	4.044	4.089	9.722	0.001	0.011	0.003
Si	1.328	6.778	9.719	-0.009	-0.01	-0.008
Si	4.068	9.517	9.73	0.004	0.018	0.002
Si	1.339	-4.087	9.734	-0.014	-0.018	-0.003
Si	4.047	-1.362	9.707	0.005	-0.004	-0.004
Si	6.765	1.346	9.691	-0.007	-0.019	-0.001
Si	9.496	4.091	9.668	0.018	0.017	-0.003
Si	6.764	6.804	9.7	-0.007	-0.015	0.001
Si	9.483	9.515	9.644	-0.005	-0.009	-0.006
Si	6.768	-4.104	9.703	-0.003	-0.006	0
Si	9.49	-1.361	9.664	0.002	-0.01	0.002
Si	12.21	1.347	9.614	-0.011	-0.003	-0.004
Si	14.903	4.088	9.565	0.001	-0.002	0.004
Si	12.191	6.788	9.61	-0.007	-0.016	0.003
Si	14.938	9.506	9.555	-0.001	-0.001	0.001
Si	12.211	-4.099	9.598	0.009	0.002	-0.006
Si	14.944	-1.37	9.555	0.006	0.013	-0.002
Si	17.638	1.341	9.509	-0.012	-0.005	-0.004
Si	20.355	4.075	9.459	-0.019	-0.022	-0.009
Si	17.637	6.814	9.502	0.008	0	0.001
Si	20.362	9.532	9.47	0.009	0.002	0.007
Si	17.648	-4.088	9.503	0.001	-0.003	-0.004
Si	20.382	-1.383	9.471	0.002	0.001	0.001
Si	23.113	1.337	9.443	0.002	0.008	0.003
Si	25.851	4.051	9.404	0.014	0.003	0.008
Si	23.102	6.791	9.415	0.007	0.019	-0.014
Si	25.812	9.516	9.39	-0.008	0.001	-0.007
Si	23.077	-4.091	9.426	-0.009	-0.002	0.004
Si	25.809	-1.374	9.399	-0.017	-0.005	0.007
Si	28.548	1.377	9.379	0.013	0	0.005
Si	31.289	4.105	9.347	0.013	0.009	0.01
Si	28.564	6.782	9.378	-0.014	-0.016	0.011
Si	31.3	9.513	9.341	-0.005	-0.01	0.009
Si	28.547	-4.073	9.352	-0.008	0.003	-0.003
Si	31.294	-1.332	9.338	-0.008	0.009	0.006
Si	-31.241	1.396	9.307	-0.006	-0.003	0.01
Si	-28.517	4.123	9.244	-0.013	-0.013	0
Si	-31.243	6.828	9.293	-0.003	-0.003	0.007
Si	-28.503	-6.756	9.259	0.003	-0.011	0.01
Si	-31.236	-4.06	9.315	0.007	-0.003	0.005
Si	-28.482	-1.315	9.27	0.013	0.004	-0.001
Si	-25.762	1.414	9.21	0.008	0.013	-0.01
Si	-23.073	4.138	9.235	0.001	0.014	-0.007
Si	-25.789	6.852	9.228	-0.001	0.004	0
Si	-23.055	-6.756	9.229	-0.006	0.007	0.001
Si	-25.764	-4.031	9.233	0.005	-0.005	0.007
Si	-23.047	-1.308	9.222	0.001	-0.018	-0.008
Si	-20.353	1.403	9.295	0.006	0.009	-0.001
Si	-17.661	4.11	9.388	0	-0.01	0
Si	-20.382	6.856	9.299	0.017	0.003	0.003
Si	-17.672	-6.763	9.381	0.01	0.004	-0.001
Si	-20.356	-4.031	9.279	-0.016	0.004	-0.006
Si	-17.634	-1.328	9.38	-0.003	0.01	-0.009
Si	-14.91	1.367	9.494	-0.006	0.004	0.003
Si	-12.192	4.091	9.578	0.018	-0.003	-0.008
Si	-14.948	6.811	9.527	0.003	0.013	0.003
Si	-12.182	9.518	9.615	-0.011	0.004	0.005
Si	-14.934	-4.081	9.552	0	-0.007	0.01
Si	-12.181	-1.343	9.646	0.006	0.005	0.004
Si	-9.446	1.356	9.685	0.004	0.021	0.004
Si	-6.748	4.068	9.684	-0.013	-0.017	-0.005
Si	-9.468	6.764	9.647	-0.014	-0.009	-0.002
Si	-6.755	9.479	9.696	0	0.006	0.004
Si	-9.452	-4.118	9.663	-0.006	0.002	-0.012
Si	-6.711	-1.395	9.725	0.007	0.023	0.009
Si	-4.044	1.35	9.721	-0.006	-0.013	0.009
Si	-1.374	4.065	9.701	-0.012	-0.021	-0.006
Si	-4.067	6.777	9.694	0.01	0.014	0
Si	-1.36	-6.802	9.731	0.024	0.02	0.005
Si	-4.063	-4.096	9.719	0.005	-0.018	0.002
Si	-1.367	-1.348	9.73	0.009	0.001	-0.004
Si	-0.015	0.004	11.098	-0.01	0.006	-0.001
Si	2.694	2.725	11.085	-0.004	0	0.002
Si	-0.027	5.424	11.08	0.008	0.012	-0.001
Si	2.697	8.144	11.067	0.008	-0.009	-0.001
Si	-0.011	-5.444	11.092	0.007	0.002	-0.003
Si	2.703	-2.722	11.084	0.002	-0.005	-0.008
Si	5.417	-0.011	11.063	0.006	0.005	-0.003
Si	8.138	2.718	11.026	-0.002	0.019	0
Si	5.416	5.441	11.064	-0.005	-0.002	0.007
Si	8.141	8.163	11.038	0.002	0.009	0
Si	5.42	-5.445	11.086	0.01	-0.001	0.002
Si	8.144	-2.734	11.031	-0.008	0.001	0.002
Si	10.869	-0.009	10.999	0.006	0.013	0.002
Si	13.581	2.71	10.952	0.007	-0.003	-0.001
Si	10.864	5.437	11.016	-0.001	-0.01	0.002
Si	13.584	8.148	10.939	0.007	-0.003	-0.002
Si	10.863	-5.451	10.987	-0.006	0.002	-0.002
Si	13.592	-2.734	10.93	0.014	0.008	-0.005
Si	16.31	-0.017	10.906	0.007	-0.006	0.004
Si	19.021	2.704	10.842	0.003	0.011	0.004
Si	16.298	5.443	10.889	-0.008	0.007	-0.004
Si	19.024	8.161	10.847	-0.012	0.014	0
Si	16.315	-5.452	10.895	0.001	-0.007	0.003
Si	19.03	-2.736	10.851	0.002	0.004	0.004
Si	21.761	-0.024	10.814	0.008	-0.006	0.005
Si	24.495	2.696	10.778	0.013	-0.003	0.005
Si	21.752	5.428	10.792	0.003	-0.003	-0.003
Si	24.475	8.148	10.765	0.002	0.008	0.003
Si	21.745	-5.445	10.815	0	-0.005	0.005
Si	24.466	-2.739	10.768	-0.004	-0.009	-0.002
Si	27.198	-0.008	10.727	-0.01	0.006	-0.002
Si	29.941	2.73	10.708	-0.019	0.002	0.004
Si	27.222	5.414	10.747	0.011	-0.004	0.004
Si	29.943	8.156	10.706	0.013	-0.002	0.003
Si	27.198	-5.44	10.721	0.002	-0.001	0.001
Si	29.93	-2.707	10.688	0.001	-0.011	-0.008
Si	-32.607	0.038	10.668	0.005	0.006	0.001
Si	-29.867	2.768	10.63	-0.004	-0.001	0.001
Si	-32.603	5.472	10.662	0.001	0.007	-0.003
Si	-29.869	-8.121	10.623	0.002	0	0
Si	-32.604	-5.428	10.669	0.001	0.001	0
Si	-29.862	-2.674	10.63	-0.005	-0.008	-0.001
Si	-27.124	0.066	10.604	-0.004	-0.01	0.008
Si	-24.438	2.785	10.599	-0.001	0.005	0.007
Si	-27.163	5.501	10.597	0.005	0.002	0.001
Si	-24.434	-8.106	10.593	0	-0.007	-0.002
Si	-27.142	-5.38	10.601	0	0.011	-0.007
Si	-24.417	-2.659	10.595	-0.005	0.011	0.001
Si	-21.723	0.045	10.636	0.009	-0.001	0.001
Si	-19.023	2.741	10.719	-0.005	-0.007	0.01
Si	-21.74	5.485	10.645	-0.012	0	0.008
Si	-19.042	-8.125	10.715	-0.018	0.013	0.009
Si	-21.728	-5.393	10.631	-0.005	-0.004	0.004
Si	-19.014	-2.694	10.699	0.012	-0.007	0
Si	-16.299	0.004	10.807	0	-0.016	0.005
Si	-13.575	2.725	10.89	-0.004	-0.004	0.007
Si	-16.328	5.44	10.821	0.002	0.001	0.005
Si	-13.584	8.154	10.909	0.002	-0.012	0.001
Si	-16.327	-5.451	10.829	0.008	0.003	0.009
Si	-13.583	-2.718	10.931	-0.004	0.005	0.002
Si	-10.836	0.009	11.015	-0.01	-0.015	0.007
Si	-8.122	2.728	11.047	-0.008	-0.016	0.006
Si	-10.859	5.43	10.982	0.002	0.005	0.004
Si	-8.143	8.134	11.032	-0.007	0.015	0
Si	-10.85	-5.447	11.003	-0.005	-0.004	0.003
Si	-8.118	-2.745	11.038	0.017	-0.005	-0.002
Si	-5.405	0	11.086	0.005	-0.004	0.001
Si	-2.711	2.714	11.089	-0.005	-0.019	0.002
Si	-5.429	5.435	11.066	-0.008	0.003	-0.004
Si	-2.73	8.148	11.067	0.003	0.002	-0.007
Si	-5.424	-5.462	11.063	-0.01	0.001	0
Si	-2.719	-2.723	11.079	-0.006	0.015	-0.006
Si	1.347	-1.363	12.448	0.008	0.004	-0.004
Si	4.064	1.356	12.425	-0.005	0.007	-0.004
Si	1.336	4.077	12.449	0.004	-0.018	0.003
Si	4.059	6.793	12.429	0.009	-0.002	-0.008
Si	1.347	9.508	12.434	-0.006	0.012	-0.005
Si	4.064	-4.083	12.443	0.001	-0.007	0.007
Si	6.787	-1.381	12.401	0	-0.015	-0.001
Si	9.512	1.345	12.366	0	-0.013	-0.008
Si	6.785	4.073	12.401	-0.01	0.003	-0.006
Si	9.506	6.794	12.383	-0.007	-0.009	0.003
Si	6.791	9.512	12.423	-0.01	0.001	0.001
Si	9.515	-4.1	12.374	0.008	0.008	0
Si	12.245	-1.387	12.324	0.002	-0.011	-0.006
Si	14.955	1.333	12.284	0.004	0.004	-0.003
Si	12.233	4.053	12.34	0.004	0.003	-0.002
Si	14.957	6.785	12.286	-0.008	-0.001	0.004
Si	12.234	9.501	12.328	0.004	-0.004	-0.002
Si	14.965	-4.096	12.276	-0.007	0.006	-0.008
Si	17.689	-1.382	12.242	-0.004	0.008	0.001
Si	20.404	1.336	12.182	-0.001	0.003	-0.001
Si	17.67	4.058	12.219	-0.011	-0.008	-0.004
Si	20.41	6.786	12.177	-0.003	0.01	-0.004
Si	17.69	9.508	12.242	0.004	-0.008	0.008
Si	20.404	-4.095	12.199	0.001	-0.005	-0.001
Si	23.132	-1.39	12.157	0.012	-0.005	0.003
Si	25.865	1.33	12.121	0.002	-0.003	0.013
Si	23.131	4.061	12.132	-0.002	0.001	-0.005
Si	25.859	6.778	12.097	0.003	-0.003	-0.004
Si	23.132	9.508	12.139	-0.01	0.003	-0.008
Si	25.858	-4.087	12.107	-0.014	-0.002	-0.001
Si	28.581	-1.36	12.069	0	0.006	0.006
Si	31.319	1.379	12.052	-0.003	-0.002	0.002
Si	28.599	4.064	12.093	0.003	0.006	0.012
Si	31.325	6.804	12.047	0.013	-0.01	0.004
Si	28.579	9.519	12.055	-0.004	0.004	0
Si	31.31	-4.065	12.024	-0.008	0	0.009
Si	-31.228	-1.32	11.997	-0.009	-0.006	0.007
Si	-28.5	1.412	11.977	0	0.008	0.007
Si	-31.234	4.112	11.999	-0.008	0.008	0
Si	-28.522	-9.478	11.988	-0.012	0.009	0.007
Si	-31.228	-6.786	12.006	0.012	-0.008	0.009
Si	-28.509	-4.037	11.979	0.011	0.007	0.01
Si	-25.779	-1.303	11.963	0.016	-0.002	0.003
Si	-23.086	1.43	11.979	-0.014	-0.003	-0.004
Si	-25.81	4.143	11.962	-0.011	-0.003	0
Si	-23.109	-9.465	11.991	0.004	-0.001	0
Si	-25.795	-6.746	11.959	-0.003	-0.007	0.004
Si	-23.091	-4.024	11.986	-0.001	0.001	0.004
Si	-20.379	-1.312	12.026	-0.012	0.003	-0.008
Si	-17.676	1.387	12.122	0.01	0.006	-0.007
Si	-20.39	4.129	12.038	0.016	-0.004	-0.005
Si	-17.692	-9.476	12.121	0.003	0.002	-0.002
Si	-20.406	-6.746	12.046	0.01	0.011	0
Si	-17.685	-4.04	12.122	-0.003	-0.002	-0.002
Si	-14.964	-1.333	12.23	-0.003	-0.002	0.004
Si	-12.232	1.392	12.305	0.016	0.002	-0.003
Si	-14.962	4.095	12.205	0.005	-0.006	-0.007
Si	-12.24	6.806	12.298	-0.003	0.011	-0.001
Si	-14.962	9.531	12.222	0.003	0.003	-0.001
Si	-12.232	-4.068	12.318	-0.005	0.018	0.005
Si	-9.493	-1.366	12.372	0.001	-0.004	0
Si	-6.793	1.362	12.419	-0.004	0	-0.004
Si	-9.515	4.087	12.372	0.006	-0.007	-0.006
Si	-6.802	6.792	12.42	-0.003	0.006	0.002
Si	-9.517	9.5	12.372	-0.003	-0.003	0.007
Si	-6.785	-4.1	12.415	-0.007	-0.007	-0.001
Si	-4.067	-1.364	12.446	-0.004	0.006	0
Si	-1.368	1.359	12.462	0.011	0.009	0.004
Si	-4.088	4.074	12.438	0.005	-0.005	0.002
Si	-1.381	6.793	12.435	-0.013	0.005	-0.004
Si	-4.087	9.502	12.438	0.005	0.011	0.001
Si	-1.368	-4.083	12.444	0.013	-0.009	-0.002
Si	2.711	0.004	13.798	0.008	0.005	-0.005
Si	5.434	2.714	13.771	0.005	-0.006	0
Si	2.707	5.436	13.796	-0.005	0.017	0
Si	5.422	8.153	13.779	-0.004	-0.003	-0.002
Si	2.704	10.866	13.794	-0.002	-0.006	-0.005
Si	5.439	-2.726	13.789	0.005	0.018	0
Si	8.167	-0.024	13.737	-0.01	0.009	-0.007
Si	10.885	2.69	13.717	0	0.015	0
Si	8.143	5.436	13.751	0	-0.008	0.003
Si	10.889	8.147	13.723	0.002	0.006	0.001
Si	8.163	10.871	13.764	-0.005	-0.003	0.002
Si	10.895	-2.741	13.707	0.004	0.006	0.002
Si	13.617	-0.033	13.671	0.003	0.01	0.001
Si	16.342	2.687	13.614	-0.008	0.01	-0.002
Si	13.616	5.413	13.666	0.004	-0.014	-0.008
Si	16.345	8.146	13.617	-0.007	0	-0.006
Si	13.611	10.873	13.658	0.015	0.005	-0.007
Si	16.345	-2.745	13.625	0.004	-0.002	-0.004
Si	19.068	-0.023	13.58	0.004	-0.001	0.003
Si	21.798	2.688	13.511	0.008	0.01	-0.009
Si	19.06	5.413	13.546	-0.003	-0.011	0.001
Si	21.796	8.146	13.518	0.019	0.002	0.002
Si	19.074	10.862	13.586	-0.002	0.004	0.001
Si	21.785	-2.741	13.541	-0.008	-0.004	0.002
Si	24.53	-0.048	13.492	-0.012	-0.004	0.001
Si	27.255	2.686	13.452	0.003	-0.013	0.001
Si	24.509	5.419	13.473	0.001	0.012	0
Si	27.249	8.136	13.424	-0.006	0.006	-0.002
Si	24.516	10.864	13.475	0.005	-0.008	-0.001
Si	27.239	-2.725	13.451	-0.003	0.002	-0.002
Si	29.964	0.001	13.406	-0.01	-0.007	-0.01
Si	32.694	2.762	13.377	0.015	0.01	-0.005
Si	29.991	5.423	13.416	0.002	0.006	-0.003
Si	32.703	8.166	13.379	-0.008	0.002	-0.001
Si	29.953	10.89	13.388	0.005	0	-0.005
Si	32.681	-2.679	13.349	0.006	0.004	-0.01
Si	-29.867	0.055	13.343	-0.004	0.002	0
Si	-27.17	2.801	13.337	0.006	0.005	0.002
Si	-29.889	5.48	13.356	-0.011	-0.02	0.003
Si	-27.166	-8.091	13.326	0.014	0.009	-0.009
Si	-29.872	-5.406	13.343	-0.007	0	-0.003
Si	-27.156	-2.656	13.318	-0.013	-0.007	-0.003
Si	-24.453	0.08	13.333	0.01	0.006	0.012
Si	-21.753	2.776	13.389	-0.003	0.008	0.005
Si	-24.477	5.505	13.348	-0.006	0.002	-0.003
Si	-21.783	-8.105	13.386	-0.018	-0.015	0.008
Si	-24.462	-5.381	13.341	-0.013	0	-0.001
Si	-21.746	-2.663	13.367	0.017	0.009	0.001
Si	-19.051	0.02	13.45	0	-0.02	0.001
Si	-16.333	2.729	13.528	-0.002	-0.006	0.001
Si	-19.06	5.477	13.446	-0.003	0.006	0.003
Si	-16.34	-8.153	13.54	0.006	-0.005	0.005
Si	-19.06	-5.402	13.442	-0.005	0.004	0.007
Si	-16.336	-2.714	13.542	-0.008	0.003	0
Si	-13.621	0.03	13.616	0.007	0.006	0
Si	-10.894	2.735	13.71	-0.009	0.005	0.007
Si	-13.622	5.442	13.608	0.002	-0.005	-0.001
Si	-10.913	8.156	13.705	0.002	-0.007	0.003
Si	-13.621	10.878	13.626	0	-0.004	-0.002
Si	-10.881	-2.715	13.704	0.007	0.001	-0.001
Si	-8.169	0.005	13.759	0.003	-0.003	0.003
Si	-5.47	2.732	13.796	-0.004	-0.017	0
Si	-8.193	5.448	13.763	-0.012	-0.005	-0.001
Si	-5.459	8.15	13.797	-0.007	0.001	-0.006
Si	-8.163	10.857	13.741	-0.002	0.011	-0.004
Si	-5.449	-2.718	13.779	0.007	0.001	-0.006
Si	-2.727	-0.004	13.815	-0.003	-0.011	0.003
Si	-0.019	2.723	13.819	-0.004	-0.013	0.002
Si	-2.741	5.442	13.802	0.003	0.008	0.001
Si	-0.027	8.162	13.789	0.015	-0.002	-0.008
Si	-2.737	-5.444	13.79	-0.003	0.003	-0.008
Si	-0.011	-2.728	13.808	-0.004	0.006	-0.003
Si	1.349	1.361	15.164	0	0.002	-0.006
Si	4.082	4.074	15.144	0.009	-0.011	0.005
Si	1.34	6.809	15.136	-0.012	0	-0.002
Si	4.065	9.507	15.151	0.009	-0.004	-0.005
Si	1.344	-4.103	15.159	0.005	-0.01	-0.003
Si	4.078	-1.36	15.145	-0.012	0.016	0.001
Si	6.807	1.333	15.096	0.008	-0.002	-0.011
Si	9.517	4.052	15.068	-0.014	0.003	-0.005
Si	6.78	6.791	15.13	-0.022	0.012	-0.004
Si	9.528	9.496	15.105	0.007	0.003	0.002
Si	6.81	-4.087	15.141	-0.013	-0.002	0.01
Si	9.539	-1.391	15.083	0.011	-0.008	-0.017
Si	12.252	1.303	15.055	-0.002	-0.012	0.002
Si	14.985	4.028	14.992	-0.004	0.003	-0.008
Si	12.267	6.763	15.047	0.021	-0.024	0.01
Si	15	9.518	14.985	-0.012	0.001	-0.006
Si	12.259	-4.105	15.056	-0.011	0.013	-0.007
Si	14.997	-1.398	15.013	-0.004	-0.007	-0.007
Si	17.713	1.322	14.964	-0.011	0.015	0.002
Si	20.437	4.038	14.876	0.013	-0.01	0.002
Si	17.726	6.765	14.939	-0.006	0.018	0.009
Si	20.472	9.504	14.913	-0.009	-0.005	-0.006
Si	17.73	-4.103	14.968	0.004	-0.009	-0.002
Si	20.44	-1.388	14.928	0.001	0.004	0.007
Si	23.167	1.299	14.842	0.011	-0.005	-0.004
Si	25.878	4.03	14.793	0	0	0.003
Si	23.176	6.785	14.858	-0.016	0.008	-0.009
Si	25.898	9.488	14.79	0.009	-0.002	-0.007
Si	23.184	-4.099	14.863	-0.011	0.009	0.003
Si	25.916	-1.382	14.864	-0.027	0.011	0.019
Si	28.64	1.341	14.808	-0.003	0.015	0.013
Si	31.362	4.088	14.793	-0.03	0.001	0.014
Si	28.629	6.77	14.76	0.009	-0.011	-0.009
Si	31.329	9.523	14.709	0.003	0.016	-0.013
Si	28.623	-4.078	14.786	0.006	-0.015	0.007
Si	31.339	-1.344	14.754	0.011	-0.012	0.011
Si	34.061	1.415	14.718	0.002	-0.007	0.002
Si	-28.535	4.142	14.724	-0.002	0.003	0.003
Si	34.039	6.8	14.76	-0.01	0.017	0.005
Si	-28.521	-6.756	14.717	-0.001	0.003	0.015
Si	34.041	-4.039	14.682	-0.01	0.004	0
Si	-28.497	-1.294	14.691	0.012	-0.015	0.001
Si	-25.813	1.451	14.689	-0.012	0.006	-0.014
Si	-23.121	4.16	14.723	-0.002	0.005	-0.007
Si	-25.834	-9.44	14.704	-0.006	-0.013	0
Si	-23.141	-6.733	14.743	0.017	0.006	0.013
Si	-25.843	-4.032	14.691	0.019	0.019	0.006
Si	-23.099	-1.273	14.697	-0.012	-0.002	-0.012
Si	-20.412	1.41	14.776	0.003	-0.003	-0.009
Si	-17.7	4.126	14.83	0.009	-0.009	-0.011
Si	-20.439	-9.466	14.762	0.008	-0.01	-0.008
Si	-17.715	-6.752	14.834	0.005	0.017	-0.009
Si	-20.416	-4.014	14.765	-0.008	0.007	-0.006
Si	-17.712	-1.336	14.855	-0.008	0.004	-0.008
Si	-14.995	1.398	14.952	-0.013	0.008	0.007
Si	-12.285	4.111	15.022	0.013	-0.003	-0.007
Si	-14.991	-9.512	14.935	0.01	0	-0.001
Si	-12.287	9.529	15.037	-0.021	0.022	-0.005
Si	-14.993	-4.067	14.947	0.008	-0.01	-0.001
Si	-12.259	-1.306	14.998	-0.008	0.006	0
Si	-9.544	1.383	15.096	-0.002	-0.013	-0.006
Si	-6.849	4.101	15.147	-0.015	0.015	-0.007
Si	-9.586	6.8	15.103	-0.003	0.017	0.003
Si	-6.838	9.508	15.142	0.002	0.004	0.011
Si	-9.534	-4.097	15.069	0.009	-0.007	-0.004
Si	-6.821	-1.356	15.126	0.006	0.004	-0.005
Si	-4.116	1.36	15.142	-0.007	0.011	-0.001
Si	-1.383	4.092	15.169	0.002	-0.002	0.004
Si	-4.11	6.79	15.168	0.011	-0.013	-0.002
Si	-1.394	9.515	15.156	-0.003	0.017	-0.002
Si	-4.097	-4.076	15.139	-0.003	-0.002	-0.01
Si	-1.37	-1.372	15.171	0.013	-0.008	0.007
Si	-0.008	-0.009	16.518	0.014	0.015	0.001
Si	2.714	2.732	16.508	-0.017	-0.025	0
Si	-0.007	5.466	16.509	-0.009	-0.008	-0.006
Si	2.685	8.158	16.511	-0.007	0.018	0.003
Si	-0.042	-5.447	16.52	0.009	-0.002	0.004
Si	2.72	-2.736	16.493	0.009	-0.001	-0.011
Si	5.458	0.001	16.487	0.002	-0.006	0.002
Si	8.172	2.686	16.441	-0.004	-0.007	0
Si	5.433	5.435	16.515	0.008	0.011	0.014
Si	8.152	8.146	16.477	-0.017	-0.001	0
Si	5.435	10.87	16.492	-0.007	-0.012	0
Si	8.201	-2.731	16.484	0.02	0.022	0.01
Si	10.898	-0.049	16.453	0	0.003	-0.002
Si	13.644	2.655	16.376	0.011	0.007	-0.004
Si	10.891	5.398	16.408	-0.002	-0.013	-0.001
Si	13.663	8.148	16.347	-0.001	0.012	-0.007
Si	10.9	10.864	16.44	0.007	-0.006	0.006
Si	13.636	-2.744	16.398	0.017	-0.003	-0.001
Si	16.381	-0.051	16.36	0.018	0.004	-0.001
Si	19.122	2.67	16.283	0.005	0.001	0.003
Si	16.377	5.386	16.304	0.004	-0.011	-0.003
Si	19.127	8.126	16.265	-0.002	-0.015	0.011
Si	16.381	10.863	16.343	0.001	-0.007	-0.003
Si	19.102	-2.747	16.322	0.004	0.006	-0.001
Si	21.835	-0.037	16.256	0	-0.003	-0.002
Si	24.554	2.64	16.167	-0.005	0.005	0.003
Si	21.81	5.409	16.196	0.008	0.018	-0.009
Si	24.581	8.136	16.194	0	-0.011	-0.002
Si	21.862	10.865	16.258	-0.01	-0.001	0.012
Si	24.557	-2.757	16.227	0.026	-0.016	0.011
Si	27.314	-0.016	16.205	0.016	-0.002	0.003
Si	30.029	2.696	16.153	0.033	-0.017	0.008
Si	27.282	5.375	16.098	-0.004	0.021	-0.004
Si	30.016	8.134	16.079	0.016	-0.017	-0.014
Si	27.278	10.839	16.121	-0.019	0	-0.009
Si	30.004	-2.718	16.137	0.019	0.017	0.017
Si	32.7	0.061	16.073	-0.014	0.017	-0.001
Si	35.404	2.772	16.102	-0.007	0.008	-0.009
Si	32.698	5.452	16.185	-0.004	-0.002	0.028
Si	35.412	8.178	16.074	0.021	-0.023	0.002
Si	32.67	10.921	16.027	-0.021	-0.007	-0.005
Si	35.415	-2.675	16.013	-0.01	0.001	0.001
Si	-27.174	0.113	16.051	-0.01	0.023	-0.016
Si	-24.473	2.804	16.071	-0.011	-0.016	0.008
Si	-27.206	5.548	16.068	-0.027	-0.002	0.012
Si	-24.53	-8.071	16.103	-0.004	0.001	-0.004
Si	-27.202	-5.367	16.095	-0.005	-0.016	0.015
Si	-24.495	-2.624	15.995	0.005	-0.017	-0.016
Si	-21.781	0.061	16.129	-0.014	0.004	0.019
Si	-19.067	2.768	16.153	0.005	0.001	-0.011
Si	-21.814	5.529	16.127	0.004	0.007	-0.002
Si	-19.102	-8.113	16.136	0.006	0.004	-0.004
Si	-21.787	-5.358	16.099	-0.021	0.006	0.006
Si	-19.072	-2.707	16.195	0.009	-0.013	0.003
Si	-16.38	0.014	16.251	0.018	-0.019	0.002
Si	-13.668	2.771	16.357	0.002	-0.006	0.003
Si	-16.366	5.445	16.258	0.005	-0.007	-0.004
Si	-13.676	-8.164	16.358	0.025	-0.006	0
Si	-16.385	-5.437	16.272	-0.013	0.004	0.006
Si	-13.622	-2.694	16.294	-0.013	0.004	-0.004
Si	-10.944	0.048	16.427	0.025	0.012	-0.003
Si	-8.226	2.752	16.502	0.006	-0.008	0.003
Si	-10.978	5.455	16.455	-0.021	-0.008	-0.007
Si	-8.241	8.153	16.48	-0.005	0	0.008
Si	-10.907	10.869	16.413	-0.003	-0.015	0.002
Si	-8.196	-2.732	16.446	-0.007	-0.001	-0.009
Si	-5.482	0.011	16.504	-0.003	-0.024	0.004
Si	-2.784	2.738	16.495	0.016	-0.004	-0.006
Si	-5.503	5.456	16.529	0.003	0.025	0.001
Si	-2.751	8.155	16.525	-0.017	0.002	-0.004
Si	-5.466	-5.434	16.477	0	0.01	-0.011
Si	-2.748	-2.728	16.523	-0.018	-0.007	0.006
O	26.588	1.83	1.497	0.227	-0.026	-0.46
O	-26.654	3.533	1.352	0.123	0.055	0.013
O	-22.158	-3.466	1.237	0.228	-0.193	-0.326
O	-20.306	-1.686	1.477	0.74	-0.326	0.226
O	-19.462	0.383	-0.019	-0.327	-0.072	0.029
O	-19.621	4.724	1.097	0.16	0.105	0.054
O	-14.446	4.704	1.707	-0.452	0.323	-0.245
O	-7.006	5.998	0.579	0.674	-0.213	-0.509
O	-2.015	0.713	1.406	0.288	-0.166	-0.385
O	10.212	0.636	23.192	0.461	0.031	0.37
O	15.804	-5.069	22.854	-0.361	-0.402	0.174
O	24.229	3.302	22.895	0.319	0.118	0.296
O	21.377	-4.811	22.859	0.533	-0.169	0.267
O	23.225	-6.482	22.204	0.12	0.312	0.021
O	25.32	-3.225	23.004	-0.038	0.228	0.273
O	31.124	2.034	22.567	0.08	0.337	0.253
O	29.208	3.807	22.641	-0.537	0.214	0.005
O	26.569	6.744	25.52	-0.124	-0.111	0.462
O	26.486	5.432	23.195	-0.353	-0.269	0.309
O	30.153	7.863	23.053	0.448	-0.255	0.332
O	26.514	-5.468	22.743	-0.245	-0.21	0.283
O	28.776	-6.487	22.245	0.454	0.088	-0.313
O	-28.248	6.963	24.553	-0.616	0.245	0.145
O	-32.585	5.747	22.917	0.045	0.092	0.261
O	-30.523	4.441	23.866	-0.144	0.136	0.052
O	-31.115	-7.611	22.895	-0.282	0.093	-0.227
O	31.421	-5.849	26.82	-0.146	0.325	0.312
O	-27.01	5.609	-0.23	-0.007	0.1	0.009
O	-29.099	-3.758	-3.675	0.324	-0.365	-0.622
O	-27.129	0.383	23.021	-0.178	0.025	0.546
O	-25.662	-1.35	21.999	-0.46	0.111	-0.2
O	-24.158	-3.286	22.688	-0.156	-0.265	0.063
O	-19.489	-2.22	22.675	0.11	0.266	0.25
O	-18.078	-4.095	21.689	0.072	-0.525	-0.563
O	-8.565	-2.896	26.693	-0.467	0.39	-0.339
O	3.669	1.426	24.555	-0.447	0.353	0.15
O	10.211	0.587	26.737	-0.202	-0.37	0.254
O	1.327	3.699	24.65	0.368	0.344	0.204
O	6.982	4.183	27.465	-0.152	0.513	0.294
O	2.645	-5.444	23.802	-0.174	-0.012	0.008
O	3.382	4.026	-0.834	0.071	-0.275	-0.383
O	6.015	-2.446	26.191	0.196	0.18	0.288
O	8.463	1.513	25.003	-0.177	0.704	0.081
O	12.375	1.439	25.488	-0.361	-0.06	-0.54
O	12.766	2.787	0.652	0.086	-0.238	-0.01
O	9.577	6.831	24.629	-0.375	-0.292	0.413
O	11.86	7.924	23.958	0.437	-0.574	-0.07
O	8.246	-6.037	26.504	0.038	0.018	0.447
O	9.388	-4.426	24.598	-0.593	0.057	0.359
O	10.164	-6.926	25.054	0.07	0.069	-0.119
O	12.363	-0.717	27.06	0.055	-0.101	0.477
O	17.747	-3.608	-4.11	-0.381	0.559	0.078
O	23.045	4.932	24.535	0.514	-0.168	0.191
O	16.923	3.965	24.466	-0.221	0.489	0.279
O	17.967	1.627	24.486	-0.18	0.088	-0.391
O	13.232	-6.134	23.987	0.172	0.201	-0.233
O	15.325	-6.846	25.46	0.398	-0.044	0.271
O	14.677	-4.246	24.937	0.202	0.312	0.478
O	16.405	-2.63	23.718	0.114	-0.08	0.004
O	18.296	-0.982	24.415	0.419	-0.39	0.489
O	21.737	2.822	23.627	0.134	-0.056	0.216
O	19.42	3.472	-4.928	0.049	-0.025	0.398
O	21.902	5.645	-2.096	-0.088	0.494	-0.267
O	21.07	-3.127	27.522	0.048	0.011	0.079
O	17.39	-7.673	24.112	0.291	-0.3	0.153
O	18.98	-5.527	23.712	-0.324	-0.091	0.084
O	20.355	-3.535	24.874	-0.141	0.574	0.215
O	16.459	-0.381	27.481	0.033	-0.246	0.137
O	23.583	-0.929	24.512	-0.222	0.252	0.312
O	26.391	1.372	24.267	-0.105	-0.012	-0.036
O	24.871	0.057	26.647	0.581	-0.099	-0.151
O	28.012	-7.695	24.477	-0.07	-0.101	-0.174
O	23.822	-7.771	24.464	0.025	-0.415	0.283
O	20.969	-6.407	-1.968	0.03	-0.517	0.142
O	24.563	-5.283	24.533	-0.227	0.455	-0.147
O	30.265	-0.378	23.192	0.106	0.171	0.435
O	32.027	0.739	24.676	-0.344	-0.389	0.639
O	28.23	4.777	24.941	0.244	0.335	0.465
O	28.884	2.227	24.685	0.266	-0.377	0.104
O	31.732	5.114	27.09	0.344	0.447	0.3
O	-28.121	-5.595	25.038	0.011	-0.189	-0.108
O	-30.582	-1.887	27.116	-0.031	0.62	0.043
O	-32.595	2.991	25.978	-0.034	0.15	0.704
O	-27.272	-7.713	22.907	-0.163	0.039	0.167
O	-32.122	-2.942	23.25	-0.295	0.292	-0.074
O	-26.056	-1.438	24.613	-0.054	-0.15	0.094
O	-24.435	0.4	23.601	-0.077	-0.063	0.397
O	-24.441	4.95	23.7	0.188	-0.075	-0.109
O	-25.617	6.996	24.797	-0.341	0.347	-0.045
O	-23.475	-6.873	-1.906	0.103	-0.246	-0.435
O	-25.725	-5.913	24.084	0.373	0.285	-0.069
O	-23.055	-4.298	24.766	-0.585	-0.163	0.173
O	-21.881	-2.272	23.645	-0.033	0.15	0.285
O	-20.596	-3.973	25.501	-0.015	0.495	-0.049
O	5.909	-5.198	25.951	0.012	-0.047	-0.113
O	-21.424	4.03	23.911	-0.064	0.438	0.164
O	-16.645	3.12	26.122	-0.309	0.007	-0.391
O	-9.106	3.778	-3.89	-0.063	-0.199	0.544
O	-5.136	6.545	-4.497	0.454	-0.341	-0.236
O	-18.158	-4.472	24.253	0.024	0.104	0.057
O	-16.364	-2.938	23.295	-0.189	0.122	0.364
O	-14.557	-1.624	24.504	0.002	0.373	0.421
O	-14.277	-4.22	25.299	-0.535	-0.378	-0.144
O	-9.715	-6.195	24.621	0.556	0.421	-0.015
O	-9.451	-5.335	27.177	-0.02	-0.144	0.334
O	-10.986	-2.704	23.5	0.247	-0.217	0.483
O	-6.809	-3.463	24.797	0.223	-0.206	0.265
O	-9.377	-0.794	24.321	-0.43	-0.145	0.523
O	-9.682	3.684	24.716	-0.181	0.575	0.163
O	-14.824	-3.716	-4.227	0.024	0.15	-0.155
O	-15.742	1.839	-2.605	0.461	0.12	-0.416
O	-6.905	6.25	24.737	0.255	-0.426	-0.015
O	-7.798	-4.764	-4.731	0.205	-0.685	0.432
O	-3.903	-1.42	24.651	-0.059	-0.205	0.182
O	-0.471	1.799	24.84	-0.056	-0.313	0.248
O	-4.682	3.824	24.386	-0.115	0.041	0.461
O	-0.709	7.824	26.643	0.557	-0.063	0.549
O	-6.132	7.829	26.717	0.011	0.448	0.186
O	-2.789	-1.777	27.043	-0.014	-0.439	-0.131
O	-2.496	-4.293	24.394	-0.51	0.436	0.121
O	9.267	-5.751	-3.845	-0.06	0.148	-0.623
O	1.529	-2.286	-4.395	0.098	-0.566	0.105
O	-24.392	7.915	27.461	-0.102	0.197	0.063
O	5.142	-4.337	-1.154	0.498	-0.144	0.333
O	28.522	7.187	-3.707	-0.647	0.329	0.207
O	5.263	2.986	25.918	0.16	0.145	-0.106
O	-1.122	4.662	-1.026	-0.334	0.223	-0.013
O	1.817	-5.448	-4.562	-0.038	0.504	0.225
O	7.171	4.328	24.789	0.375	0.122	0.407
O	2.84	8.041	0.861	-0.342	0.061	-0.084
O	1.54	-7.699	-1.369	-0.258	-0.203	-0.157
O	-0.688	-5.008	-4.282	0.215	0.319	-0.022
O	30.988	0.639	-5.178	-0.27	-0.127	-0.413
O	-20.268	1.961	24.746	0.047	0.319	-0.002
O	12.343	-1.4	-0.032	0.154	0.247	-0.128
O	9.678	6.038	-4.602	-0.315	-0.104	-0.33
O	8.73	3.624	-4.407	0.539	-0.067	-0.313
O	25.799	6.703	-0.159	0.456	-0.204	-0.657
O	14.588	-1.629	26.09	0.37	0.313	-0.429
O	-8.233	8.056	1.597	-0.139	-0.186	-0.03
O	-8.021	-2.904	1.033	-0.092	0.13	-0.556
O	10.282	-2.525	-1.209	-0.098	0.113	-0.257
O	13.748	1.636	-1.449	-0.394	-0.354	-0.173
O	16.2	1.507	-2.255	0.185	-0.076	0.782
O	18.932	8.082	0.981	0.182	0.004	-0.152
O	17.864	7.934	-5.177	0.598	-0.034	-0.148
O	-31.519	4.384	-0.269	-0.655	-0.114	-0.062
O	10.709	-5.02	-0.274	-0.135	0.119	0.37
O	14.167	-2.21	-4.633	-0.207	-0.301	-0.081
O	17.079	4.925	0.443	0.028	0.151	0.007
O	16.368	-3.082	27.335	-0.116	-0.314	-0.469
O	4.113	-4.008	27.255	-0.207	0.188	0.072
O	29.357	5.961	27.672	-0.716	-0.362	-0.396
O	-20.535	6.688	-4.147	-0.285	0.094	-0.049
O	26.826	-4.146	24.975	0.784	-0.327	0.048
O	21.656	0.184	-2.231	0.127	-0.067	0.098
O	-24.871	4.186	-0.427	0.569	0.26	-0.436
O	25.906	-7.101	25.95	0.059	0.181	0.249
O	23.476	-6.323	26.676	0.238	0.214	0.075
O	23.345	7.39	-4.506	-0.153	-0.104	-0.222
O	-20.902	3.411	-0.989	-0.104	0.222	-0.07
O	24.272	-2.321	0.436	0.112	-0.356	0.291
O	17.962	-5.053	-1.873	0.1	0.073	0.376
O	8.29	-7.037	-1.921	0.576	-0.06	-0.367
O	1.81	-1.169	-1.97	-0.177	0.422	0.084
O	-29.438	5.433	-1.527	0.13	-0.232	-0.314
O	13.253	-5.756	26.572	0.382	-0.563	0.158
O	-22.592	-4.087	27.368	0.04	0.239	0.164
O	28.566	-2.007	24.262	-0.145	-0.172	-0.168
O	4.335	-3.601	24.608	0.241	0.29	0.096
O	30.78	1.325	-0.171	-0.451	0.134	-0.117
O	-2.689	-3.371	-3.92	-0.278	0.042	0.346
O	-5.188	-4.733	-4.562	0.111	0.148	0.444
O	-3.423	7.821	26.639	0.138	0.458	-0.025
O	20.952	-5.51	26.466	0.116	-0.19	-0.344
O	-24.881	5.404	27.741	0.159	-0.54	0.411
O	-3.121	-5.072	26.86	0.036	0.532	-0.087
O	-31.642	0.803	26.742	0.51	-0.457	-0.042
O	-26.762	2.479	26.505	0.056	-0.468	-0.137
O	28.693	-3.946	-2.998	0.03	-0.166	0.679
O	8.547	-4.4	-1.641	-0.389	0.342	-0.176
O	-0.943	-1.663	-4.92	-0.069	0.27	0.39
O	25.952	4.141	-2.408	-0.225	0.05	0.118
O	29.165	-1.753	-1.672	0.829	0.054	0.168
O	6.231	1.197	-1.183	0.157	0.41	-0.013
O	-15.298	-6.369	-3.775	0.27	-0.175	-0.579
O	-13.886	-2.788	-1.27	-0.475	-0.125	-0.504
O	-32.011	5.907	-2.304	-0.251	-0.025	-0.563
O	25.879	3.908	-5.079	0.197	0.216	-0.221
O	25.931	-4.499	27.41	-0.416	-0.025	-0.214
O	-28.653	2.849	24.748	-0.012	-0.349	0.248
O	-21.072	1.661	-5.491	0.068	-0.513	-0.093
O	-23.531	7.467	-0.214	0.061	-0.07	-0.099
O	-19.028	6.586	-1.964	-0.422	0.035	0.342
O	-18.606	2.187	-5.112	0.253	0.074	0.401
O	-22.507	2.544	25.89	-0.648	0.303	0.113
O	-22.719	5.74	-5.184	-0.26	-0.336	0.34
O	-13.245	-7.544	-2.586	-0.116	-0.633	0.14
O	-18.129	7.81	-4.209	0.323	0.611	-0.033
O	5.48	5.745	26.169	-0.212	-0.148	0.444
O	-26.052	1.844	-0.872	-0.141	0.165	0.144
O	-1.023	7.045	0.033	0.188	0.308	-0.424
O	12.964	3.851	24.538	-0.089	0.11	0.268
O	-19.621	-0.736	-3.53	0.004	0.096	-0.311
O	-9.62	6.3	-4.399	0.121	0.309	-0.349
O	-15.512	5.409	25.841	-0.139	0.051	-0.025
O	-15.269	7.274	-3.102	0.144	0.097	-0.244
O	3.627	1.389	27.168	0.298	0.084	0.507
O	24.827	-5.07	-3.423	-0.193	-0.019	0.192
O	-7.309	5.563	-3.369	0.057	-0.191	0.491
O	0.11	6.696	-2.364	-0.254	-0.235	-0.537
O	-24.259	0.457	-3.409	-0.086	-0.013	0.348
O	-18.839	6.048	24.743	0.152	-0.038	-0.001
O	-17.08	-0.472	-3.091	0.062	-0.109	-0.129
O	-10.056	0.28	-1.887	-0.386	-0.037	-0.264
O	-5.19	1.831	26.006	-0.535	-0.2	0.202
O	-4.089	4.422	0.062	0.048	0.508	0.095
O	-12.164	-5.497	-3.856	-0.57	-0.12	-0.598
O	-9.576	7.786	-0.852	0.416	-0.137	0.199
O	-6.49	8.016	-2.824	0.066	0.233	-0.443
O	-13.315	-6.487	24.445	-0.097	0.008	-0.087
O	-4.519	-3.82	-0.632	-0.217	-0.096	-0.415
O	-27.077	6.757	27.032	-0.049	0.337	0.042
O	-9.093	3.261	27.194	-0.272	0.273	0.032
O	-7.15	3.446	25.396	0.055	0.67	-0.075
O	-1.95	3.164	-4.472	0.486	0.196	0.164
O	6.667	2.308	-3.554	-0.443	0.315	0.344
O	-9.557	5.317	-0.076	-0.13	-0.186	-0.252
O	-5.838	3.329	-1.557	0.227	-0.122	-0.704
O	-9.91	-1.276	0.191	0.329	-0.093	-0.365
O	30.176	-6.245	24.517	0.041	0.308	0.188
O	-3.07	-5.976	-3.865	0.175	-0.409	0.173
O	16.793	2.177	26.667	-0.322	0.319	0.097
O	-1.54	2.269	-2.069	0	-0.644	-0.074
O	28.031	0.051	25.863	0.103	-0.008	0.253
O	-23.544	1.943	-0.175	0.011	-0.056	-0.258
O	-2.236	5.681	27.322	-0.014	0.033	0.159
O	1.223	5.547	-0.342	0.358	0.328	0.04
O	-13.439	6.652	26.872	0.068	0.276	-0.267
O	-12.314	6.141	-4.331	-0.328	-0.009	0.237
O	-30.102	1.042	-2.576	-0.251	-0.076	0.234
O	-6.007	-2.563	27.166	0.44	0.13	-0.032
O	-32.002	1.662	-4.284	0.173	0.323	-0.158
O	8.737	7.433	-0.044	0.079	-0.232	-0.374
O	30.589	-6.417	-0.511	-0.051	-0.087	-0.151
O	15.407	-5.69	-1.818	-0.295	-0.285	-0.56
O	-18.107	6.784	27.02	0.285	-0.402	-0.064
O	-15.949	-5.26	0.561	-0.004	0.163	-0.063
O	3.963	7.48	27.407	-0.774	-0.244	-0.235
O	-8.742	7.492	25.972	0.023	0.152	0.14
O	18.917	3.592	26.02	0.096	-0.288	-0.26
O	-21.055	0.99	-2.143	-0.475	-0.276	0.427
O	-30.263	-7.902	0.71	-0.119	0.127	-0.114
O	-26.181	-0.739	-0.294	-0.278	-0.063	-0.156
O	-10.909	6.077	26.664	0.157	-0.295	-0.236
O	-23.463	-4.553	-0.732	-0.523	0.151	-0.223
O	-25.486	-4.222	-5.014	-0.349	-0.399	-0.003
O	-29.931	2.661	0.799	0.262	-0.109	-0.099
O	7.313	5.747	-3.617	-0.33	0.039	-0.2
O	30.4	1.554	-2.841	0.013	-0.093	0.03
O	-14.633	7.598	24.749	-0.465	0.063	-0.289
O	11.799	-5.47	-4.497	0.428	0.218	0.314
O	-23.309	6.19	25.762	0.69	-0.17	-0.155
O	32.061	6.865	-0.202	0.526	0.013	0.068
O	20.591	6.309	0.079	-0.375	0.024	-0.269
O	30.845	3.639	-1.345	0.12	0.319	0.445
O	6.61	7.333	-1.643	-0.391	-0.239	-0.193
O	20.672	1.418	-0.072	0.084	0.551	-0.573
O	21.087	4.907	26.291	-0.107	-0.118	-0.049
O	6.415	-0.802	0.528	0.416	0.007	0.044
O	-31.078	6.887	24.791	0.32	0.126	0.61
O	-14.561	-1.094	-4.83	-0.184	0.219	0.617
O	-15.778	7.755	27.15	0.126	0.526	-0.119
O	-26.803	-2.465	-3.523	0.361	-0.167	0.421
O	12.617	-3.245	26.847	0.277	0.142	0.078
O	18.797	2.302	-2.743	0.18	0.046	0.375
O	23.677	4.427	-3.664	-0.042	-0.28	-0.176
O	19.254	-6.583	-4.057	0.281	-0.247	-0.55
O	12.01	4.756	-2.315	0.552	0.423	0.273
O	-17.997	2.618	0.387	-0.161	0.279	0.35
O	-16.86	5.576	-4.258	0.161	-0.75	-0.174
O	-32.186	-5.995	0.255	0.18	0.397	0.208
O	-24.411	-1.937	-4.493	0.138	-0.3	-0.038
O	29.916	-1.995	-4.223	0.376	0.514	0.082
O	-20.806	-1.447	-1.212	0.251	-0.788	0.001
O	20.017	-1.03	-0.521	0.107	0.008	-0.231
O	-26.082	-1.632	27.178	0.06	0.566	0.022
O	12.961	-4.854	-1.529	-0.216	0.439	-0.379
O	28.495	3.59	-2.621	0.074	-0.199	-0.268
O	-24.588	-2.62	0.558	0.425	0.021	-0.34
O	16.649	3.486	-3.822	-0.128	-0.043	-0.028
O	20.584	1.147	-4.376	-0.184	-0.135	-0.393
O	27.618	4.046	-0.234	0.216	0.156	0.055
O	25.592	6.271	-3.945	0.628	0.167	-0.37
O	-30.372	-6.839	25.338	0.335	-0.224	0.562
O	-6.366	1.239	0.014	0.365	-0.039	-0.489
O	21.738	-6.044	-4.484	0.346	0.168	0.219
O	14.648	-0.548	-2.659	0.404	-0.159	-0.107
O	12.345	-1.76	24.667	0.058	0.224	0.254
O	2.572	-3.542	-1.149	-0.03	-0.235	-0.384
O	32.252	-5.435	-2.188	-0.178	0.332	-0.493
O	22.801	-4.567	-1.791	0.299	0.135	0.36
O	25.426	-7.376	-4.457	0.14	-0.28	-0.046
O	28.675	-7.904	-1.476	-0.624	0.078	-0.278
O	11.287	7.476	26.567	0.158	-0.346	-0.172
O	25.4	0.839	-0.596	-0.452	-0.443	-0.16
O	4.298	7.519	24.762	-0.619	0.194	0.328
O	-3.77	1.582	-3.334	0.062	0.037	0.371
O	-20.323	7.913	25.71	-0.335	-0.057	0.161
O	-13.868	1.445	-4.871	-0.039	0.191	0.371
O	-7.713	3.486	0.287	0.037	-0.429	0.11
O	12.423	-7.012	-0.072	0.093	-0.042	-0.573
O	-5.092	-1.493	-1.695	-0.078	0.443	0.27
O	14.938	6.455	0.052	0.128	0.123	-0.351
O	-21.816	-6.239	26.018	-0.433	-0.18	0.013
O	-11.801	6.766	0.196	-0.096	0.078	-0.313
O	-5.693	-5.952	-1.753	0.074	0.36	-0.607
O	-15.156	4.537	-2.579	0.354	-0.01	-0.362
O	-11.799	2.279	26.481	0.605	0.11	-0.169
O	-1.39	-6.388	25.327	-0.002	-0.173	-0.129
O	-18.8	-5.27	-1.809	0.241	-0.284	-0.237
O	-4.02	-6.309	0.222	0.318	-0.055	-0.447
O	-24.306	2.91	-2.539	0.196	0.496	-0.041
O	-6.376	-5.04	0.62	-0.087	-0.467	0.045
O	27.558	-2.384	26.707	0.038	-0.017	0.628
O	-13.997	3.242	25.503	0.146	0.363	0.117
O	14.079	2.922	26.763	0.715	0.467	-0.052
O	-22.179	-1.104	-3.424	0.128	-0.772	-0.014
O	-18.678	-8.088	0.753	0.222	0.263	-0.477
O	-14.729	-0.411	-2.017	0.419	0.242	-0.623
O	-8.915	1.11	-4.059	-0.175	-0.22	-0.55
O	27.395	-1.56	-3.57	-0.311	-0.426	-0.272
O	22.397	4.39	0.137	-0.22	-0.375	-0.34
O	-18.729	2.624	-2.047	0.574	-0.357	-0.19
O	-13.662	-5.3	-0.919	0.033	-0.059	-0.316
O	-20.497	4.162	-4.9	0.181	0.165	0.01
O	-10.882	-7.533	26.523	-0.336	-0.087	0.392
O	21.461	5.571	-4.58	-0.705	-0.141	-0.13
O	-30.082	-4.085	25.862	-0.115	-0.031	0.418
O	-12.992	3.873	-5.434	-0.499	0.137	0.001
O	-22.025	0.007	0.575	-0.194	-0.2	-0.44
O	-30.622	-2.008	0.18	-0.341	0.306	-0.133
O	-15.995	1.181	27.713	-0.104	-0.299	0.176
O	0.582	-2.582	26.539	0.075	-0.737	0.371
O	-15.999	-2.617	26.477	-0.317	0.525	-0.358
O	18.833	6.049	27.092	-0.072	0.043	0.075
O	-13.388	-2.334	26.788	0.623	0.191	-0.272
O	3.904	-6.975	-4.865	0.483	0.015	-0.366
O	14.178	1.671	-4.047	0.392	-0.112	-0.42
O	3.82	-1.166	-3.766	0.168	0.075	-0.669
O	-3.202	-0.816	-4.087	0.058	0.08	0.579
O	4.742	-0.974	-1.384	-0.438	-0.295	0.12
O	-30.778	-5.866	-3.383	0.445	-0.24	-0.419
O	14.864	-4.019	0.124	0.432	0.166	-0.272
O	-6.451	-7.91	-0.267	0.544	0.366	-0.103
O	0.248	-7.372	-3.645	-0.643	-0.225	0.167
O	10.943	-0.026	-1.826	0.319	0.124	-0.838
O	30.032	-1.553	26.424	0.411	0.341	-0.273
O	18.494	-2.502	-1.932	-0.349	0.502	-0.454
O	21.083	-1.463	-4.238	-0.603	-0.069	-0.042
O	21.154	6.768	24.478	-0.47	0.341	0.345
O	0.869	3.007	-1.085	0.357	-0.533	-0.5
O	11.195	-6.685	-2.291	0.113	-0.302	-0.036
O	12.345	3.575	-4.613	-0.187	-0.151	-0.377
O	4.263	0.911	0.456	-0.036	0.05	-0.077
O	6.785	-7.1	0.197	-0.151	0.49	-0.276
O	28.383	0.737	-4.309	0.107	0.129	-0.438
O	-25.197	7.495	-2.246	0.168	-0.385	0.137
O	18.84	2.948	0.925	0.197	-0.202	-0.407
O	2.439	7.489	-3.572	-0.037	-0.418	-0.148
O	32.421	-7.539	24.945	-0.404	-0.423	0.168
O	25.718	0.308	-4.503	-0.2	-0.106	-0.297
O	-19.219	-6.109	25.832	0.553	-0.444	0.145
O	10.738	-7.892	-4.573	-0.094	0.172	0.101
O	-2.868	0.624	25.929	0.332	0.328	-0.386
O	-5.544	-8.14	23.677	0.208	-0.105	0.441
O	-28.249	-2.197	25.916	-0.047	0.196	0.049
O	5.242	5.193	-2.129	-0.292	-0.168	-0.421
O	20.107	-4.29	-3.163	0.156	0.188	0.137
O	29.644	2.864	-5.151	-0.153	-0.074	-0.449
O	-5.053	-7.263	-5.204	-0.293	0.28	0.488
O	-16.383	-4.472	-2.268	0.499	-0.011	0.341
O	4.538	6.197	0.224	0.225	0.035	-0.36
O	-26.784	5.93	-3.713	-0.231	-0.37	0.556
O	22.908	-3.353	-4.153	-0.117	0.246	-0.241
O	29.857	-6.283	-4.057	0.116	-0.37	0.277
O	-21.387	-5.267	-2.26	0.116	0.36	-0.161
O	1.692	0.358	-4.141	-0.321	0.583	0.221
O	-30.872	3.58	-2.751	0.427	0.21	-0.678
O	21.303	3.33	-3.136	-0.01	-0.383	0.247
O	-10.172	-3.901	-4.279	0.171	0.449	0.324
O	14.807	-3.157	-2.32	0.646	0.086	-0.083
O	-31.975	-7.849	-2.034	0.648	0.112	0.213
O	3.295	-6.015	-0.46	0.083	-0.067	-0.245
O	-11.298	2.199	-4.348	0.013	-0.069	0.446
O	9.408	4.911	-2.185	-0.304	0.285	0.199
O	-27.318	-5.352	0.575	0.186	0.127	-0.597
O	-16.884	0.449	-0.625	0.46	-0.343	-0.147
O	-9.646	-6.278	0.473	-0.071	0.704	-0.07
O	7.931	2.689	1.103	-0.141	0	-0.324
O	-17.098	-4.722	-4.8	-0.392	-0.219	-0.2
O	-23.487	2.478	-4.947	0.081	0.6	-0.002
O	-30.555	-4.004	-1.517	-0.625	-0.421	0.339
O	14.315	4.833	-3.547	-0.109	0.032	0.282
O	-3.95	-6.416	24.716	-0.486	-0.324	0.286
O	27.359	-5.693	-4.282	-0.116	-0.232	0.307
O	22.277	-6.143	0.303	-0.026	-0.137	-0.128
O	-7.643	-0.656	-2.357	-0.196	-0.377	0.353
O	17.433	0.928	-4.431	0.55	-0.238	-0.054
O	17.353	-0.992	-0.108	-0.508	0.147	-0.349
O	18.792	-2.934	0.744	-0.591	0.041	0.244
O	5.808	-2.773	-3.126	0.36	0.034	-0.44
O	22.46	-0.484	0.145	0.264	0.404	-0.132
O	-26.021	2.053	-4.408	-0.087	-0.194	0.065
O	20.617	-4.348	-0.283	-0.302	0.124	-0.337
O	0.021	-2.854	-1.093	-0.118	0.267	-0.358
O	21.521	-7.818	27.621	-0.435	-0.162	-0.099
O	14.893	3.8	-0.407	-0.32	0.028	0.135
O	-28.568	-2.322	-1.53	0.363	0.471	0.162
O	25.717	4.339	25.605	-0.607	0.069	-0.123
O	9.585	0.917	0.162	0.431	-0.477	0.146
O	-30.946	1.818	24.303	0.039	-0.463	-0.116
O	-32.342	-0.995	-4.398	0.176	0.068	0.475
O	6.367	-0.273	-3.332	0.441	-0.111	-0.504
O	-1.757	-4.676	-1.856	0.133	-0.249	0.075
O	27.132	2.414	26.607	0.42	-0.16	0.496
O	30.99	7.488	-2.544	0.017	0.191	-0.366
O	-11.101	1.053	0.434	0.29	0.294	-0.156
O	16.716	7.391	26.31	-0.113	-0.461	-0.175
O	-27.533	0.354	-2.361	0.446	-0.183	-0.239
O	25.864	-4.235	-0.166	-0.196	-0.532	-0.529
O	7.895	-0.577	26.497	0.382	-0.46	0.31
O	-26.615	-7.839	-4.226	-0.472	0.177	-0.172
O	-26.242	-3.864	25.684	0.132	-0.007	0.149
O	-32.576	-0.188	0.72	0.214	0.114	-0.251
O	10.94	4.592	0.064	-0.172	0.519	0.057
O	-7.145	-0.907	25.561	0.619	0.274	-0.066
O	29.818	7.835	0.788	-0.307	-0.277	0.358
O	-25.553	-7.132	-0.265	-0.375	-0.224	-0.314
O	32.329	-7.05	-4.354	0.034	-0.104	-0.164
O	-22.681	0.488	27.614	-0.219	-0.292	-0.619
O	-11	-7.98	-3.762	0.241	0.226	-0.564
O	-15.503	-7.144	-1.292	-0.732	-0.454	0.086
O	-27.812	7.482	-1.947	-0.248	0.626	-0.032
O	-28.265	0.778	0.093	-0.418	-0.068	-0.155
O	-7.468	5.669	27.379	0.01	-0.446	0.11
O	18.741	-4.049	26.796	-0.347	-0.023	-0.241
O	-2.519	-2.32	-0.824	0.043	0.591	-0.096
O	-0.09	-3.322	24.053	0.552	-0.435	0.039
O	-27.703	3.898	-5.075	-0.676	0.315	-0.127
O	24.163	2.648	0.81	-0.135	0.022	-0.058
O	26.653	-1.811	-0.715	-0.222	-0.072	-0.475
O	16.398	5.931	-4.579	-0.337	0.171	0.082
O	-30.29	-1.683	24.473	0.25	0.358	0.192
O	-18.409	-3.618	26.734	-0.321	0.318	0.219
O	-5.169	5.88	-1.908	-0.072	0.256	0.072
O	24.561	7.938	-2.179	-0.217	0.381	-0.084
O	29.344	5.828	-1.576	0.028	-0.001	0.584
O	-5.693	-0.169	-3.898	-0.119	0.433	-0.155
O	-13.882	0.736	26.149	-0.146	-0.507	-0.285
O	-20.49	-6.526	-0.224	-0.481	0.004	0.191
O	-29.065	-1.096	-3.815	-0.288	-0.012	-0.185
O	-14.818	3.074	-0.394	0.487	-0.054	-0.045
O	10.687	-5.019	26.753	-0.336	-0.044	0.179
O	-17.708	-3.524	-0.12	0.019	0.355	0.117
O	0.541	-6.213	27.139	0.094	0.182	-0.255
O	24.511	-7.434	0.371	0.108	0.355	0.009
O	-13.139	2.505	1.365	0.163	-0.067	0.148
O	14.768	1.859	24.417	0.282	-0.338	0.442
O	-10.947	-6.441	-1.733	-0.248	0.269	0.086
O	-28.514	1.387	-4.618	-0.551	-0.114	-0.492
O	24.668	2.553	27.385	-0.524	0.409	-0.032
O	10.541	2.598	-1.654	0.168	-0.074	-0.348
O	15.189	7.094	24.27	-0.285	-0.175	0.23
O	-11.756	-5.08	25.972	0	0.486	0.565
O	30.577	4.792	-3.682	0.704	0.191	-0.022
O	5.924	4.041	0.155	-0.013	-0.163	-0.267
O	1.196	2.337	26.979	0.091	0.251	0.414
O	29.386	-4.219	-5.477	0.133	-0.412	-0.402
O	-8.707	1.316	25.616	-0.198	-0.314	0.522
O	8.195	1.891	27.61	0.066	-0.273	0.047
O	17.143	-7.397	-2.753	-0.312	-0.518	0.024
O	1.374	-1.215	24.47	0.266	0.265	0.421
O	7.143	-6.792	24.293	0.63	0.069	0.113
O	6.69	-5.274	-3.168	-0.23	-0.39	-0.214
O	23.087	0.232	-4.454	-0.045	-0.31	0.319
O	12.265	6.224	-4.555	0.486	0.124	0.139
O	-12.482	-2.772	-4.223	0.348	0.349	-0.273
O	-11.002	6.1	-2.169	-0.241	-0.36	-0.02
O	-8.235	-6.574	-1.788	-0.077	0.525	-0.193
O	-1.973	6.53	24.824	0.078	0.135	-0.116
O	-6.515	-2.716	-3.535	0.012	-0.119	0.219
O	1.449	-0.205	26.932	-0.059	-0.112	-0.584
O	32.189	-2.502	27.582	0.026	-0.161	-0.414
O	23	6.675	26.488	0.309	-0.108	-0.251
O	6.185	-7.889	26.419	0.318	-0.03	0.377
O	28.11	-8.098	27.096	-0.059	0.137	0.275
O	-26.067	-6.377	26.635	-0.259	-0.368	0.172
O	-24.425	-6.564	-5	0.196	-0.342	0.142
O	24.662	-2.824	-2.141	-0.254	0.244	-0.192
O	8.573	0.941	-2.329	0.254	0.129	-0.137
O	-20.003	-7.436	-2.711	-0.066	0.056	-0.116
O	-18.203	0.978	26.148	0.077	-0.455	0.272
O	17.089	-6.775	-0.122	-0.269	-0.097	-0.081
O	31.363	-3.994	-0.07	0.205	0.422	-0.725
O	-23.587	-4.662	-3.357	-0.311	0.332	0.182
O	-31.691	-3.454	-3.872	-0.324	0.03	0.009
O	22.845	-1.484	26.933	-0.457	-0.006	-0.154
O	-1.236	-1.222	25.028	0.026	0.223	-0.362
O	-18.354	-2.733	-2.471	-0.192	-0.163	-0.089
O	-3.077	3.156	26.786	-0.129	0.314	-0.246
O	18.786	0.41	26.613	0.61	-0.279	0.501
O	-0.636	3.978	26.345	0.16	0.5	-0.009
O	-12.25	-0.786	-1.043	0.109	-0.067	-0.053
O	-11.619	-3.809	-1.947	0.407	-0.209	0.099
O	-32.489	1.819	-1.72	0.221	-0.36	0.325
O	25.053	-2.507	25.992	-0.054	-0.314	0.12
O	28.023	0.386	-0.646	0.221	0.17	0.295
O	12.452	-1.987	-2.615	-0.165	-0.17	-0.33
O	0.953	-7.3	24.774	-0.04	-0.487	0.222
O	30.286	7.79	-5.445	0.555	-0.136	-0.412
O	-3.492	4.008	-2.496	0.389	0.577	-0.255
O	-8.031	1.927	-1.81	-0.103	0.415	-0.214
O	20.361	0.708	24.406	0.272	-0.164	0.448
O	-17.92	-2.173	-4.974	-0.018	0.478	-0.626
O	16.835	-5.939	-4.936	-0.627	-0.182	0.031
O	32.47	-4.947	24.688	0.022	0.213	0.617
O	16.281	5.391	-1.983	0.548	0.49	0.005
O	-22.012	5.411	0.349	-0.274	0.205	-0.097
O	30.708	4.183	24.804	-0.011	0.087	-0.221
O	-30.422	-4.994	23.523	0.187	-0.054	-0.666
O	4.129	-4.774	-3.5	-0.274	0.23	-0.073
O	-19.83	-0.492	24.46	-0.015	-0.23	0.164
O	-26.175	2.962	23.9	-0.085	-0.361	-0.238
O	-14.44	-0.929	0.46	-0.106	0.607	0.037
O	5.574	0.249	25.865	-0.079	0.02	0.109
O	-27.024	4.831	25.378	0.35	-0.071	-0.11
O	11.84	1.129	-5.196	-0.543	-0.27	0.606
O	23.143	6.869	-0.202	-0.324	0.289	0.531
O	5.09	7.237	-3.783	0.303	0.04	-0.188

Results
total energy: -390828.268 eV
total energy less fixed offsets of O -438.25, Si -107.07 eV per atom: 7.532 eV
